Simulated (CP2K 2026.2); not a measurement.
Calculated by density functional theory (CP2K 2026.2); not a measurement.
Periodic cell of 2016 atoms, Si1440O576, from a study of silicon, its oxide and their interface. The atomic structure is a simulated model.
Doubt: the forces sum to 3.57 eV/angstrom along one axis rather than to zero, so they err by at least 0.0018 eV/angstrom per atom on average; the grid cutoff is modest.

Settings: functional PBE; method Gaussian and plane waves; basis set DZVP-MOLOPT-SR-GTH; pseudopotentials GTH-PBE; grid cutoff 350 Ry, relative cutoff 50 Ry; k points Gamma only; occupations fixed; spin none; net charge 0.

Cell vectors (angstrom)
a 65.28 0 0
b 0 16.32 0
c 2.8066 4.2386 33.5642

Atoms and the computed forces on them: element, x, y, z (angstrom), force x, y, z (eV/angstrom)
Si 3.91 19.585 33.559 0 -0.187 0.737
Si 3.853 1.576 0.033 0.14 -0.122 0.654
Si 1.75 3.897 0.186 -0.154 0.007 0.702
Si 3.847 7.092 0.147 0.17 -0.158 0.734
Si 4.431 13.578 33.534 -0.231 0.298 0.695
Si 7.197 16.359 33.519 -0.21 0.096 0.705
Si 7.217 14.75 0.004 -0.318 0.171 0.731
Si 9.27 1.49 0.136 0.26 0.045 0.683
Si 9.896 7.982 33.378 -0.186 0.298 0.715
Si 9.732 6.589 0.039 -0.17 0.176 0.749
Si 6.504 9.815 0.048 0.172 -0.032 0.738
Si 58.305 12.678 0.064 0.051 -0.224 0.652
Si 61.342 14.827 0.045 -0.131 0.3 0.749
Si 66.949 5.467 33.428 -0.178 0.135 0.698
Si 60.844 4.604 0.011 0.073 -0.233 0.762
Si 63.616 7.215 0.051 0.081 -0.131 0.76
Si 61.336 9.354 0.122 -0.152 0.097 0.743
Si 63.543 12.562 0.01 0.21 -0.138 0.734
Si 2.663 16.405 1.38 -0.019 -0.002 -0.044
Si 5.483 2.737 1.261 0.009 -0.002 -0.038
Si 2.804 5.487 1.499 -0.006 0.021 -0.03
Si 5.411 8.262 1.417 0.001 0.021 -0.064
Si 2.753 10.972 1.245 0.024 0.008 -0.053
Si 5.524 13.675 1.282 0.028 -0.005 -0.047
Si 8.131 16.332 1.495 0.012 -0.003 -0.052
Si 59.88 2.809 1.266 -0.005 0.017 -0.08
Si 8.125 5.39 1.232 0.001 -0.03 -0.057
Si 59.691 8.181 1.308 0.009 -0.013 -0.032
Si 8.161 10.916 1.339 -0.004 -0.008 -0.048
Si 59.827 13.742 1.453 0.017 -0.007 -0.03
Si 62.582 16.422 1.256 0.013 -0.001 -0.083
Si 65.269 2.784 1.264 0.016 -0.026 -0.054
Si 62.482 5.612 1.36 -0.002 -0.011 -0.084
Si 65.267 8.289 1.317 0.011 -0.015 -0.031
Si 62.513 10.951 1.387 -0.013 -0.032 -0.051
Si 65.23 13.689 1.232 0 0.004 -0.061
Si 1.32 1.456 2.732 -0.025 0.004 0.026
Si 4.203 4.112 2.741 0.009 -0.033 0.025
Si 1.311 6.862 2.703 0 0.036 0.016
Si 4.033 9.62 2.739 -0.001 0.021 0.028
Si 1.346 12.323 2.586 -0.006 -0.005 0.009
Si 4.083 14.999 2.635 0.002 -0.016 -0.002
Si 6.728 1.379 2.746 -0.009 0.025 0.024
Si 9.53 4.061 2.633 0.026 0.022 0.017
Si 6.813 6.805 2.639 0.016 -0.002 -0.004
Si 9.502 9.532 2.695 0.011 0.005 0.014
Si 6.822 12.302 2.721 -0.021 -0.002 0.034
Si 58.523 15.055 2.86 0.003 -0.007 0.036
Si 61.244 1.463 2.637 -0.025 -0.026 0.021
Si 63.89 4.167 2.617 0.01 0.007 -0.005
Si 61.113 6.911 2.746 -0.015 0 0.035
Si 63.941 9.638 2.721 -0.017 -0.005 0.019
Si 61.159 12.302 2.75 0.001 0.001 0.023
Si 63.906 15.037 2.663 -0.001 0.007 0.038
Si 65.263 16.375 4.065 0.005 0.002 -0.013
Si 2.74 2.788 4.061 -0.016 0.003 -0.01
Si 65.24 5.495 4.041 -0.001 0.003 0.007
Si 2.68 8.225 4.068 0.01 0.002 -0.009
Si 65.309 10.989 4.047 0.008 0.002 0.005
Si 2.714 13.644 3.999 -0.002 -0.008 0.007
Si 5.378 16.342 4.083 0.002 0.011 0.014
Si 8.166 2.734 4.049 0.025 -0.006 -0.023
Si 5.501 5.491 4.094 0.003 -0.008 0.012
Si 8.155 8.155 4.044 -0.012 -0.009 0.008
Si 5.433 10.952 4.08 0.015 -0.013 -0.007
Si 8.164 13.632 4.126 -0.015 -0.014 -0.014
Si 59.91 16.448 4.098 0.006 0.018 -0.002
Si 62.582 2.8 4.031 0.007 0.007 -0.003
Si 59.854 5.493 4.13 0.014 -0.01 -0.017
Si 62.542 8.261 4.057 -0.016 0.008 -0.017
Si 59.802 10.932 4.073 -0.003 0.006 0.009
Si 62.559 13.681 4.058 0.013 0.007 -0.021
Si 66.608 14.961 16.361 -0.013 0.008 -0.013
Si 4.05 17.69 16.342 -0.003 -0.013 0.003
Si 66.639 4.135 16.368 0.002 0.007 0.003
Si 4.087 6.856 16.356 0.016 -0.013 -0.005
Si 66.649 9.581 16.387 0.008 0.015 0.005
Si 4.036 12.246 16.416 -0.02 -0.012 0
Si 6.795 14.958 16.358 0.012 0.001 -0.002
Si 58.441 17.749 16.352 0.008 -0.011 -0.005
Si 6.812 4.107 16.281 0.012 0 -0.021
Si 58.423 6.792 16.29 -0.005 -0.012 -0.003
Si 6.764 9.56 16.368 -0.002 -0.009 -0.005
Si 58.444 12.292 16.34 -0.003 -0.008 -0.013
Si 61.182 15.025 16.337 0.012 0.006 0.004
Si 63.884 17.694 16.35 -0.008 0.001 -0.008
Si 61.174 4.122 16.318 -0.011 0.005 -0.006
Si 63.91 6.863 16.394 -0.005 0.004 0.009
Si 61.162 9.568 16.34 -0.007 0.018 -0.01
Si 63.933 12.298 16.318 0.007 0.008 -0.014
Si 2.689 16.311 17.706 0.006 -0.012 0.012
Si 5.479 2.727 17.622 -0.001 0.009 -0.017
Si 2.744 5.503 17.721 -0.022 -0.005 0.023
Si 5.398 8.232 17.765 0.012 0.005 0.009
Si 2.681 10.906 17.855 0.003 0.006 -0.003
Si 5.441 13.597 17.729 0.002 0.015 0.023
Si 8.16 16.317 17.719 0.021 -0.002 -0.003
Si 59.804 2.797 17.696 0.001 0.002 0.008
Si 8.118 5.514 17.638 -0.002 0.005 0.018
Si 59.781 8.132 17.618 0.004 0.005 -0.02
Si 8.165 10.88 17.723 0.008 0.008 0.012
Si 59.774 13.709 17.679 -0.012 -0.005 -0.019
Si 62.537 16.338 17.751 -0.006 -0.002 0.022
Si 65.25 2.748 17.674 -0.001 -0.007 -0.012
Si 62.527 5.457 17.701 -0.011 -0.009 -0.011
Si 65.278 8.255 17.749 -0.025 -0.018 0.023
Si 62.531 10.987 17.641 -0.009 -0.002 -0.017
Si 65.269 13.601 17.763 -0.015 -0.011 0.002
Si 66.572 17.678 19.022 0.003 -0.028 -0.01
Si 4.19 4.109 18.977 0.011 0.043 -0.009
Si 66.68 6.894 19.099 0.038 0.034 -0.019
Si 4.054 9.542 19.243 -0.006 -0.017 0.001
Si 66.585 12.28 19.24 -0.015 -0.004 0.009
Si 4.069 14.96 19.078 0 -0.02 -0.031
Si 6.768 17.684 19.036 -0.017 -0.007 0.003
Si 58.436 4.13 19.092 0.007 -0.008 -0.039
Si 6.792 6.882 19.084 0.028 -0.018 -0.013
Si 58.363 9.416 18.951 -0.052 -0.04 -0.023
Si 6.82 12.248 19.102 -0.015 -0.011 -0.015
Si 9.528 14.99 19.118 0.011 -0.006 -0.023
Si 61.165 17.762 19.053 -0.003 0.008 -0.04
Si 63.904 4.095 19.049 -0.004 -0.015 -0.008
Si 61.123 6.81 19.015 -0.006 -0.018 -0.009
Si 63.867 9.679 19.04 0.036 0.016 -0.033
Si 61.141 12.333 18.975 0.047 -0.014 -0.038
Si 63.879 14.92 19.126 -0.031 0.004 -0.018
Si 65.279 16.278 20.453 -0.001 0.005 0.023
Si 2.802 2.703 20.204 -0.002 -0.028 0.022
Si 65.295 5.461 20.341 -0.01 -0.019 0.026
Si 2.653 8.237 20.67 -0.024 0.001 0.067
Si 65.078 11.025 20.606 -0.031 -0.004 0.072
Si 2.788 13.596 20.548 0.005 0.011 0.065
Si 5.384 16.368 20.444 -0.007 0.019 0.03
Si 8.203 2.809 20.172 0.01 0.013 0.042
Si 5.432 5.51 20.438 -0.015 -0.006 0.033
Si 8.266 8.142 20.456 0.01 -0.022 0.047
Si 5.522 10.868 20.544 0.008 0.002 0.059
Si 8.142 13.657 20.478 0.014 0.038 0.03
Si 59.726 16.509 20.446 0.012 0.025 0.055
Si 62.587 2.728 20.442 -0.002 -0.014 0.035
Si 59.799 5.499 20.457 -0.016 -0.009 0.036
Si 62.494 8.223 20.253 -0.007 0.003 0.052
Si 59.796 10.794 20.097 0.014 0.017 0.008
Si 62.36 13.678 20.497 -0.01 0.053 0.036
Si 66.92 15.219 21.799 -0.067 -0.076 -0.67
Si 3.784 17.535 21.74 0.192 0.067 -0.701
Si 66.922 4.214 21.474 -0.195 0.042 -0.636
Si 3.776 6.493 21.862 0.205 0.296 -0.7
Si 66.153 9.368 21.874 0.302 0.183 -0.742
Si 4.441 12.475 21.874 -0.219 -0.143 -0.743
Si 6.525 14.83 21.778 0.255 0.11 -0.696
Si 58.684 18.108 21.876 -0.275 -0.279 -0.731
Si 7.132 4.337 21.553 -0.174 0.049 -0.711
Si 58.147 6.569 21.776 0.19 0.153 -0.786
Si 7.2 9.743 21.803 -0.25 -0.212 -0.7
Si 9.358 12.03 21.65 0.147 0.197 -0.699
Si 61.251 15.371 21.758 -0.089 -0.224 -0.721
Si 63.672 17.38 21.757 0.12 0.225 -0.715
Si 61.02 3.926 21.711 0.216 0.232 -0.75
Si 64.069 7.069 21.499 0.007 -0.113 -0.704
Si 61.211 9.665 21.569 -0.108 -0.241 -0.703
Si 63.268 12.059 21.926 0.424 0.258 -0.592
Si 3.999 15.159 30.884 0.072 -0.005 0.094
Si 3.046 12.072 28.531 -0.062 0.007 -0.06
Si 3.086 9.715 26.514 0.066 0.025 -0.142
Si 7.263 6.131 25.86 -0.07 0.048 -0.002
Si 7.268 4.805 30.658 -0.073 0.059 0.077
Si 63.825 14.446 26.393 -0.071 0.047 0.045
Si 7.925 8.698 24.46 -0.094 -0.046 -0.044
Si 66.054 10.699 24.765 -0.081 0.027 -0.158
Si 4.469 5.885 24.719 0.142 0.031 -0.153
Si 63.008 5.113 23.603 -0.028 -0.06 -0.108
Si 67.534 18.348 28.481 -0.049 -0.03 -0.026
Si 5.316 17.745 31.491 0.009 -0.115 0.073
Si 63.993 15.485 29.145 0.057 0.007 -0.03
Si 59.845 8.035 23.94 0.008 0.071 -0.162
Si 58.045 17.677 25.004 0.139 -0.001 -0.121
Si 62.277 15.024 31.595 0.036 0.094 0.106
Si 4.673 11.568 24.78 -0.104 0.002 -0.141
Si 62.235 6.958 25.539 -0.056 0.109 0.014
Si 62.938 17.182 27.051 0.067 0.027 -0.018
Si 59.696 13.62 23.671 -0.025 0.177 -0.043
Si 65.321 18.961 26.586 -0.037 -0.105 0.172
Si 63.17 9.839 25.834 0.062 -0.031 0.071
Si 64.527 8.914 30.578 -0.09 -0.037 0.039
Si 5.354 18.04 28.37 -0.095 0.034 -0.026
Si 5.516 15.161 28.187 -0.04 -0.045 0.006
Si 5.372 3.008 23.784 -0.091 -0.006 -0.093
Si 7.271 11.151 25.966 -0.041 -0.001 0.082
Si 7.04 10.659 30.727 -0.131 -0.076 0.124
Si 5.229 6.498 29.394 0.075 0.049 0.038
Si 65.218 19.196 23.592 -0.104 -0.086 -0.014
Si 10.033 16.561 29.082 0.015 0.1 -0.008
Si 10.847 13.787 28.91 0.053 -0.008 0.083
Si 57.041 14.906 24.474 -0.004 0.079 -0.092
Si 65.218 6.091 30.831 0.088 0.048 0.109
Si 55.585 10.325 25.001 0.096 -0.063 -0.169
Si 62.744 4.418 31.44 -0.017 -0.022 0.017
Si 60.673 6.992 28.117 0.029 0.03 0.033
Si 9.425 19.185 30.519 0.131 -0.024 0.07
Si 60.701 4.136 29.345 0.043 -0.065 -0.175
Si 59.481 14.114 30.885 -0.109 0.07 0.061
Si 3.34 13.907 26.432 -0.002 -0.031 -0.014
Si 6.96 19.356 26.205 -0.113 0.039 -0.032
Si 66.722 16.18 30.517 -0.046 0.136 -0.009
Si 59.944 18.138 27.39 -0.109 0.046 0.122
Si 66.357 13.905 24.608 0.006 -0.122 -0.091
Si 6.162 12.449 28.55 0.061 -0.026 -0.108
Si 3.126 6.618 27.176 -0.033 -0.036 -0.007
Si 9.553 8.944 30.361 0.035 -0.141 0.246
Si 4.341 8.961 30.872 0.172 0.052 0.041
Si 62.03 9.663 28.801 0.049 -0.01 -0.086
Si 8.035 6.919 28.781 -0.061 0.018 -0.02
Si 66.402 4.736 28.371 0.042 -0.032 -0.063
Si 67.086 10.613 30.677 -0.026 -0.052 0.169
Si 62.249 12.379 24.793 0.13 0.024 -0.228
Si 1.364 15.006 5.398 0 -0.007 0
Si 4.045 1.396 5.445 -0.012 -0.004 0.005
Si 1.356 4.15 5.403 0.01 -0.005 0
Si 4.074 6.851 5.407 -0.013 0 -0.001
Si 1.346 9.596 5.43 -0.007 -0.004 0.005
Si 4.056 12.302 5.42 -0.003 0.007 -0.002
Si 6.771 14.997 5.443 0.003 0 0.002
Si 9.519 1.403 5.456 -0.005 0.01 0.009
Si 6.836 4.109 5.443 0.002 0.008 0
Si 58.505 6.875 5.467 0.009 0.001 0.004
Si 6.787 9.538 5.405 0.01 -0.002 -0.004
Si 9.505 12.245 5.469 0.004 0.007 0.006
Si 61.23 15.042 5.445 -0.003 -0.006 0
Si 63.918 1.427 5.42 -0.007 0.003 0.002
Si 61.234 4.134 5.444 -0.013 -0.013 0.009
Si 63.891 6.864 5.408 -0.01 -0.006 -0.003
Si 61.193 9.6 5.435 0.002 -0.009 0.012
Si 63.931 12.325 5.416 -0.009 -0.004 0.008
Si 2.698 16.355 6.802 0.003 0.005 0.002
Si 5.436 2.753 6.785 0.005 -0.005 -0.008
Si 2.713 5.495 6.78 -0.008 0.004 0
Si 5.426 8.197 6.788 0.002 -0.003 -0.005
Si 2.712 10.937 6.796 0 -0.005 0.001
Si 5.414 13.641 6.804 -0.004 0.003 0.002
Si 8.146 16.348 6.799 0.007 -0.002 -0.003
Si 59.85 2.788 6.801 -0.002 0.002 -0.003
Si 57.136 5.51 6.81 0.002 -0.002 0.005
Si 10.877 8.153 6.803 0.001 -0.004 -0.002
Si 8.141 10.879 6.805 0.004 0.001 -0.002
Si 10.873 13.614 6.811 -0.002 -0.003 0.002
Si 62.577 16.394 6.812 0.003 -0.001 -0.001
Si 65.289 2.78 6.779 0 -0.005 -0.002
Si 62.574 5.5 6.807 0.005 0 0
Si 65.262 8.219 6.775 -0.005 0.012 0
Si 62.568 10.957 6.783 -0.007 0.004 0.002
Si 65.289 13.664 6.791 0.005 0.003 -0.005
Si 1.347 1.408 8.159 -0.009 -0.009 -0.001
Si 4.066 4.118 8.146 0 0.001 -0.01
Si 1.348 6.855 8.142 0.005 0.001 -0.01
Si 4.067 9.562 8.152 0.002 0.004 -0.006
Si 1.351 12.292 8.162 -0.002 0.003 -0.007
Si 4.062 15.001 8.17 -0.004 -0.005 -0.003
Si 6.783 1.389 8.162 0.005 0.008 -0.009
Si 58.497 4.147 8.166 0.012 0.006 0.002
Si 6.772 6.829 8.169 -0.001 -0.005 -0.008
Si 9.513 9.522 8.163 -0.001 -0.003 -0.01
Si 6.778 12.259 8.152 -0.009 -0.011 -0.006
Si 9.5 14.974 8.161 -0.004 -0.001 -0.008
Si 61.201 1.42 8.168 -0.014 -0.006 -0.006
Si 63.934 4.134 8.159 -0.003 0.007 -0.009
Si 61.216 6.857 8.174 -0.005 0.001 0.006
Si 63.912 9.577 8.15 -0.008 -0.014 -0.005
Si 61.212 12.304 8.16 0.011 0.007 -0.007
Si 63.933 15.022 8.166 0.007 0.008 0.001
Si 65.278 16.377 9.54 0.002 0.003 0.006
Si 2.713 2.76 9.525 0.002 -0.007 -0.001
Si 65.284 5.492 9.525 -0.003 -0.009 -0.001
Si 2.704 8.204 9.515 -0.006 0.001 0.003
Si 65.272 10.928 9.522 0.002 0.001 -0.001
Si 2.706 13.643 9.533 0.006 -0.001 0.003
Si 5.425 16.353 9.533 0 -0.001 0.001
Si 57.135 2.773 9.514 -0.003 -0.004 -0.001
Si 5.413 5.469 9.529 -0.002 0.005 0.003
Si 8.145 8.177 9.53 0.002 -0.007 0.002
Si 5.423 10.911 9.523 0.002 0 -0.001
Si 8.14 13.614 9.521 0.009 0.005 -0.002
Si 59.847 16.369 9.525 -0.008 -0.004 -0.003
Si 62.565 2.781 9.525 0.004 0.003 -0.005
Si 59.852 5.501 9.533 0.003 0.004 0.003
Si 62.569 8.218 9.533 0 -0.003 -0.002
Si 59.849 10.942 9.527 0.006 0.006 -0.008
Si 62.568 13.657 9.527 -0.005 -0.004 0.001
Si 1.353 15.007 10.9 -0.004 0.001 0.002
Si 4.063 1.391 10.898 0.003 0.004 0.002
Si 1.353 4.123 10.893 0 0.011 0
Si 4.052 6.836 10.886 -0.005 -0.005 -0.004
Si 1.347 9.561 10.886 0.007 -0.001 -0.001
Si 4.065 12.272 10.887 -0.002 -0.007 -0.003
Si 6.781 14.976 10.889 -0.005 0 0
Si 58.48 1.405 10.881 0.012 0.002 -0.001
Si 55.768 4.127 10.868 0.002 0.002 0
Si 9.504 6.815 10.896 0.005 -0.004 -0.003
Si 6.781 9.546 10.883 0.002 0.009 -0.006
Si 9.501 12.251 10.886 -0.004 -0.002 -0.005
Si 61.2 15.009 10.891 0.004 0.007 -0.002
Si 63.913 1.418 10.897 -0.015 -0.004 0
Si 61.206 4.136 10.894 -0.009 0.003 -0.001
Si 63.923 6.847 10.895 0.003 0.005 0.005
Si 61.205 9.577 10.892 0 -0.011 0
Si 63.917 12.286 10.892 0.002 -0.003 -0.003
Si 2.709 16.354 12.278 0.002 -0.004 0.004
Si 5.421 2.746 12.265 0.001 0.006 0.001
Si 2.699 5.484 12.266 0.001 -0.007 0.004
Si 5.415 8.194 12.245 0.002 -0.009 0.002
Si 2.71 10.913 12.25 -0.001 0.01 0
Si 5.416 13.626 12.259 0.001 -0.01 0.002
Si 8.144 16.323 12.259 0.005 0.004 0.004
Si 59.835 2.765 12.237 -0.01 -0.011 0
Si 57.121 5.486 12.23 0.005 -0.002 0.002
Si 10.859 8.172 12.263 -0.011 0.002 0.01
Si 8.128 10.907 12.25 0.003 -0.013 0.002
Si 10.876 13.592 12.252 0.005 0.003 0
Si 62.551 16.373 12.252 -0.005 0.003 0.005
Si 65.271 2.77 12.268 0.003 -0.006 -0.001
Si 62.562 5.49 12.266 -0.004 -0.005 0.003
Si 65.276 8.205 12.264 -0.001 -0.004 0.003
Si 62.561 10.93 12.266 0 0.009 -0.002
Si 65.274 13.642 12.257 0 0.002 0.004
Si 1.341 17.717 13.636 -0.006 0.004 0.003
Si 4.057 4.114 13.622 0.002 0.006 0.003
Si 1.348 6.849 13.642 -0.003 0.001 -0.001
Si 4.063 9.554 13.621 0.002 0.003 -0.003
Si 1.356 12.273 13.613 0.009 -0.011 -0.003
Si 4.061 14.973 13.64 0.002 0.002 0.004
Si 6.781 17.688 13.618 0.005 0.001 0.006
Si 58.463 4.113 13.591 0.006 0.006 -0.001
Si 6.774 6.83 13.598 0.004 -0.003 -0.001
Si 9.489 9.548 13.605 -0.01 0.009 0.001
Si 6.762 12.258 13.626 -0.004 0.017 -0.003
Si 9.509 14.949 13.609 0.009 -0.004 0.002
Si 61.179 17.727 13.609 0.001 0.003 0
Si 63.915 4.129 13.642 -0.008 0 0.003
Si 61.195 6.853 13.621 -0.011 0 0.003
Si 63.917 9.562 13.633 0.01 -0.004 0.003
Si 61.196 12.293 13.624 0.004 -0.01 0.004
Si 63.909 15.009 13.608 -0.009 0.006 -0.003
Si 65.261 16.343 14.995 -0.004 -0.008 0.001
Si 2.701 2.758 14.994 -0.002 0.008 -0.004
Si 65.266 5.498 15.015 0.007 0.001 0.005
Si 2.713 8.212 15.005 0.005 -0.005 0.004
Si 65.293 10.92 14.987 -0.002 0.003 -0.007
Si 2.701 13.605 15.011 -0.006 0 0.006
Si 5.429 16.329 14.997 -0.001 -0.005 0
Si 8.171 2.723 14.952 0.014 0.019 -0.002
Si 5.421 5.48 14.97 0.004 0.001 0.005
Si 8.111 8.207 14.96 -0.002 0.001 0.004
Si 5.398 10.912 15.009 -0.001 0 0.011
Si 8.139 13.603 14.976 0.006 -0.005 0.002
Si 59.815 16.387 14.988 -0.009 0.004 0.001
Si 62.54 2.748 14.979 -0.011 -0.003 0.005
Si 59.819 5.467 14.943 -0.003 -0.007 -0.004
Si 62.549 8.207 15.001 0.003 -0.001 0.006
Si 59.818 10.939 14.976 -0.001 0.005 0.001
Si 62.553 13.664 14.979 0.015 -0.003 -0.003
Si 17.556 15.132 0.163 0.026 -0.173 0.694
Si 20.125 1.47 0.084 0.271 -0.084 0.7
Si 17.84 3.615 0.223 -0.102 0.257 0.716
Si 20.155 6.887 0.235 0.209 -0.31 0.737
Si 20.862 13.466 33.487 -0.49 0.294 0.612
Si 23.483 15.968 33.556 -0.052 0.167 0.747
Si 23.51 14.462 0.04 -0.001 0.017 0.71
Si 25.468 1.593 0.074 0.111 -0.099 0.717
Si 23.418 3.941 0.255 -0.178 -0.038 0.563
Si 26.052 6.326 0.013 -0.104 0.269 0.793
Si 22.674 9.329 0.179 0.233 0.037 0.56
Si 9.441 12.546 0.236 0.026 -0.261 0.696
Si 12.456 14.791 0.116 -0.178 0.192 0.751
Si 15.395 1.055 0.201 -0.228 0.042 0.716
Si 14.875 8.726 33.548 0.091 -0.336 0.755
Si 14.616 6.942 0.083 0.257 -0.074 0.696
Si 12.527 9.28 0.129 -0.209 0.105 0.744
Si 14.619 12.5 0.069 0.243 -0.131 0.759
Si 19.087 16.248 1.509 -0.017 0.019 -0.057
Si 21.761 2.643 1.318 0.006 -0.006 -0.039
Si 18.975 5.284 1.397 -0.009 0.012 -0.034
Si 21.584 8.024 1.714 -0.002 0.014 -0.02
Si 19.063 10.767 1.392 0.006 -0.017 -0.081
Si 21.846 13.354 1.27 -0.023 0.002 -0.048
Si 24.46 16.195 1.343 -0.012 0.015 -0.025
Si 10.958 2.743 1.2 -0.044 0.027 -0.044
Si 24.6 5.356 1.61 0.005 0.005 -0.03
Si 10.879 8.155 1.375 0.03 -0.009 -0.045
Si 24.464 10.629 1.123 -0.011 0.021 -0.029
Si 10.926 13.712 1.543 0.046 0.006 -0.033
Si 13.671 16.319 1.38 0.009 -0.008 -0.06
Si 16.393 2.551 1.674 0.018 -0.009 -0.051
Si 13.543 5.46 1.526 -0.001 0.01 -0.053
Si 16.314 8.147 1.185 0.038 0.03 -0.052
Si 13.613 10.882 1.434 -0.002 -0.007 -0.04
Si 16.298 13.557 1.356 -0.017 -0.009 -0.067
Si 17.774 1.231 2.975 0.002 -0.025 0.026
Si 20.415 3.982 2.742 0.022 -0.007 0.016
Si 17.608 6.75 2.662 -0.012 0.032 0.012
Si 20.277 9.463 2.94 -0.019 0.016 0.031
Si 17.673 12.171 2.68 -0.001 0.003 0.017
Si 20.491 14.781 2.669 0.025 0.003 -0.001
Si 23.068 1.224 2.706 0.002 0.023 -0.001
Si 25.867 3.97 2.956 0.006 0.002 0.032
Si 23.127 6.699 2.853 0.008 -0.027 0.003
Si 25.806 9.377 2.625 0.019 0.016 -0.016
Si 23.184 12.023 2.652 0.026 -0.021 0.024
Si 9.543 15.046 2.853 -0.017 -0.005 0.023
Si 12.275 1.404 2.661 -0.032 -0.005 -0.013
Si 14.945 4.035 2.788 -0.001 0.016 -0.003
Si 12.192 6.83 2.839 -0.025 -0.01 0.018
Si 15.028 9.497 2.692 0.004 -0.02 0.01
Si 12.234 12.222 2.802 0.01 0.011 0.013
Si 14.98 14.921 2.774 0.021 0.005 0.035
Si 16.322 16.217 4.207 -0.006 0.009 0.001
Si 19.11 2.674 4.201 -0.016 -0.008 0.005
Si 16.302 5.422 4.103 0.007 0.006 0.006
Si 18.919 8.047 4.163 -0.009 -0.004 0.015
Si 16.345 10.833 4.097 0.005 -0.02 0.002
Si 19.062 13.506 4.051 -0.007 0.006 0.008
Si 21.757 16.187 4.091 -0.023 0.021 -0.008
Si 24.416 2.574 4.138 -0.005 0.005 -0.013
Si 21.747 5.324 4.147 -0.027 -0.004 0.003
Si 24.486 8.104 4.12 0.019 -0.006 0.007
Si 21.781 10.806 4.13 0.02 0.005 -0.013
Si 24.465 13.475 4.044 -0.017 -0.014 -0.042
Si 10.931 16.407 4.117 0.016 0.011 0.016
Si 13.58 2.697 4.124 0.002 -0.015 0.019
Si 10.821 5.416 4.103 -0.006 -0.013 -0.017
Si 13.628 8.183 4.1 -0.014 0.002 -0.002
Si 10.846 10.868 4.108 -0.004 -0.006 0.001
Si 13.612 13.577 4.137 0.007 0.011 -0.023
Si 17.696 14.913 16.37 -0.007 0.004 -0.008
Si 20.397 17.617 16.39 -0.005 -0.006 -0.001
Si 17.712 4.057 16.348 -0.023 0.01 0.008
Si 20.474 6.791 16.345 0.018 -0.007 -0.017
Si 17.735 9.547 16.376 0.024 0.008 0.003
Si 20.397 12.204 16.407 -0.005 -0.011 0.002
Si 23.098 14.909 16.413 0.009 -0.007 0.014
Si 9.514 17.656 16.313 -0.012 -0.003 -0.013
Si 23.126 4.052 16.35 0.011 0.008 -0.002
Si 9.485 6.827 16.262 -0.004 -0.007 -0.016
Si 23.103 9.498 16.348 -0.004 -0.011 -0.004
Si 9.499 12.246 16.339 0.006 -0.005 -0.007
Si 12.245 14.962 16.342 -0.005 -0.004 -0.009
Si 14.967 17.624 16.294 -0.016 0.008 -0.008
Si 12.255 4.065 16.255 0.004 -0.007 -0.009
Si 14.988 6.759 16.307 -0.008 0.011 -0.013
Si 12.239 9.524 16.292 0.009 -0.006 -0.017
Si 15.003 12.241 16.345 0.003 0.012 0
Si 19.035 16.248 17.769 0.006 -0.023 0.013
Si 21.774 2.675 17.715 -0.015 0.013 -0.007
Si 19.155 5.397 17.668 0.002 -0.002 0.005
Si 21.765 8.18 17.773 0.009 -0.001 -0.004
Si 19.079 10.875 17.848 -0.015 -0.015 -0.004
Si 21.72 13.554 17.805 0.004 0.032 0.027
Si 24.481 16.298 17.729 0.012 0.008 -0.009
Si 10.934 2.684 17.6 0.012 -0.001 0.011
Si 24.458 5.484 17.67 0.008 0.005 0.008
Si 10.878 8.138 17.608 -0.014 0.001 -0.016
Si 24.46 10.832 17.713 0.022 0.014 0.011
Si 10.837 13.635 17.683 -0.001 0.007 -0.01
Si 13.639 16.291 17.706 -0.001 0.002 0.03
Si 16.313 2.664 17.636 0.014 -0.001 -0.009
Si 13.602 5.399 17.64 -0.014 -0.005 0.012
Si 16.367 8.13 17.627 -0.011 -0.004 0.005
Si 13.585 10.904 17.637 0 -0.014 0.008
Si 16.394 13.536 17.765 0.001 -0.012 -0.009
Si 17.67 17.682 19.041 -0.008 0.001 -0.011
Si 20.469 4.044 19.107 0.009 0.016 -0.012
Si 17.828 6.821 18.938 0.03 0.054 -0.028
Si 20.444 9.513 19.241 -0.001 -0.016 -0.002
Si 17.732 12.228 19.259 0.002 0.045 -0.009
Si 20.324 14.875 19.228 -0.016 -0.044 -0.022
Si 23.106 17.644 19.099 -0.001 -0.004 0.01
Si 9.556 4.108 18.825 0.002 0.011 -0.044
Si 23.134 6.842 19.128 0.025 -0.009 -0.004
Si 9.566 9.467 19.01 -0.001 -0.003 -0.039
Si 23.114 12.18 19.131 -0.028 -0.021 -0.014
Si 25.849 14.954 19.086 0.016 -0.007 -0.032
Si 12.266 17.669 19.04 0.015 0.026 -0.026
Si 14.927 3.984 18.971 -0.01 -0.045 -0.018
Si 12.218 6.771 18.956 0.008 0.012 -0.018
Si 14.946 9.486 18.908 -0.005 -0.006 -0.048
Si 12.214 12.281 18.992 -0.01 -0.01 -0.026
Si 15.03 14.919 19.062 -0.014 0.016 -0.022
Si 16.367 16.314 20.427 -0.016 -0.007 0.055
Si 19.044 2.684 20.422 0.001 0 0.035
Si 16.446 5.35 20.054 0.029 -0.038 0.001
Si 19.033 8.137 20.547 -0.024 -0.003 0.083
Si 16.262 10.761 20.359 -0.008 -0.022 0.079
Si 19.032 13.535 20.833 0.036 0.043 0.036
Si 21.708 16.311 20.498 -0.024 0.011 0.027
Si 24.512 2.824 20.24 0.003 0.023 0.042
Si 21.775 5.472 20.496 0 -0.005 0.033
Si 24.596 8.121 20.507 0.021 -0.018 0.047
Si 21.848 10.822 20.651 0.008 0.002 0.069
Si 24.452 13.612 20.444 0.011 0.047 0.027
Si 10.913 16.354 20.465 -0.012 -0.018 0.057
Si 13.618 2.684 20.461 -0.015 0.006 0.034
Si 10.885 5.371 20.268 -0.012 -0.015 0.039
Si 13.569 8.15 20.254 -0.029 0.024 0.052
Si 10.9 10.868 20.327 0.013 -0.003 0.046
Si 13.588 13.602 20.367 0 0.016 0.039
Si 17.875 15.348 21.964 -0.019 -0.31 -0.701
Si 20.179 17.516 21.846 0.153 0.13 -0.69
Si 17.801 4.257 21.615 -0.141 -0.202 -0.707
Si 20.075 6.467 21.847 0.294 0.283 -0.694
Si 17.227 9.11 21.734 0.291 0.207 -0.702
Si 20.771 12.354 22.114 -0.346 -0.13 -0.733
Si 22.836 14.729 21.794 0.189 0.07 -0.743
Si 9.681 18.035 21.579 -0.026 -0.257 -0.723
Si 23.478 4.364 21.677 -0.163 -0.015 -0.756
Si 9.412 6.455 21.696 0.074 0.248 -0.707
Si 23.573 9.728 21.901 -0.284 -0.261 -0.673
Si 25.728 11.985 21.521 0.038 0.184 -0.712
Si 12.557 15.205 21.752 -0.226 -0.111 -0.72
Si 14.79 17.411 21.769 0.082 0.247 -0.745
Si 11.943 3.829 21.669 0.277 0.1 -0.771
Si 15.178 6.809 21.237 -0.151 0.089 -0.653
Si 12.471 9.71 21.631 -0.152 -0.113 -0.748
Si 14.665 11.925 21.582 0.049 0.083 -0.721
Si 18.551 13.507 29.329 0.013 0.063 0.153
Si 21.203 13.659 30.371 0.155 0 0.174
Si 18.777 9.617 26.809 0.024 0.056 -0.087
Si 23.337 6.268 26.071 0.084 -0.076 -0.051
Si 23.257 4.941 30.617 -0.044 0.053 0.07
Si 16.714 14.98 24.91 0.012 0.02 -0.114
Si 24.237 8.838 24.72 -0.078 -0.04 -0.072
Si 16.555 9.537 24.632 0.092 -0.011 -0.176
Si 20.546 5.905 24.735 0.022 -0.013 -0.161
Si 13.841 5.102 23.533 0.016 -0.085 -0.067
Si 18.938 18.695 28.921 -0.036 0.065 0.144
Si 21.583 17.488 31.536 -0.016 0.005 0.149
Si 13.782 14.471 28.884 0.037 -0.083 0.005
Si 10.74 8.223 23.823 0.034 -0.054 -0.093
Si 8.445 16.2 23.595 -0.032 0.078 -0.026
Si 13.541 15.003 31.728 0.024 -0.049 0.125
Si 20.621 11.716 25.201 0.048 -0.11 -0.055
Si 12.413 8.656 26.272 -0.125 0.007 0.01
Si 14.815 16.497 26.808 0.005 -0.043 -0.004
Si 10.529 14.047 23.591 0.038 -0.072 -0.019
Si 16.536 18.985 26.966 -0.091 0.025 -0.1
Si 14.129 11.565 28.559 -0.009 -0.089 0.026
Si 13.737 6.261 29.407 -0.088 -0.089 0.004
Si 21.892 18.086 28.555 0.033 0.028 0.056
Si 21.727 15.28 27.941 -0.028 -0.089 0.084
Si 21.641 3.112 23.917 -0.054 0.04 -0.114
Si 23.633 11.376 26.276 -0.053 -0.018 0.03
Si 27.243 8.155 29.024 -0.083 -0.07 0.034
Si 20.256 5.107 29.602 -0.034 0.027 0.005
Si 16.009 19.305 23.918 -0.018 0.015 -0.157
Si 25.851 14.781 28.232 0.045 0.173 0.079
Si 25.279 10.818 32.191 -0.018 0.011 0.285
Si 9.212 17.292 26.355 0.114 -0.052 -0.092
Si 14.702 7.21 25.407 0.089 -0.01 0.019
Si 10.002 12.742 26.135 0.023 0.058 0.016
Si 13.621 4.212 31.476 0.004 -0.015 0.062
Si 12.396 9.126 29.248 0.041 -0.007 -0.094
Si 25.742 19.795 30.782 0.057 -0.034 -0.056
Si 12.044 3.795 29.073 -0.027 0 0.059
Si 11.258 12.806 31.62 0.02 -0.053 0.107
Si 19.259 14.291 26.448 0.041 -0.029 -0.013
Si 23.352 19.462 26.397 -0.016 0.118 -0.141
Si 18.717 16.34 30.844 0.029 0.077 0
Si 12.008 17.757 27.219 -0.045 -0.021 0.025
Si 15.24 12.373 24.468 -0.015 0.016 -0.14
Si 23.546 13.143 28.729 0.002 -0.02 0.065
Si 19.111 6.59 27.243 -0.057 -0.016 -0.029
Si 32.236 11.676 29.34 0 0.042 -0.059
Si 18.823 7.142 31.56 0.006 -0.068 0.117
Si 16.944 11.063 28.922 0.147 -0.055 -0.06
Si 24.661 6.756 28.697 0.108 0 -0.046
Si 16.141 5.676 27.485 0.068 -0.036 0.021
Si 16.927 9.264 31.348 -0.015 0.024 0.27
Si 12.755 11.505 25.812 0.091 0.022 -0.077
Si 17.716 14.848 5.484 0.003 0.001 0.004
Si 20.44 1.255 5.497 -0.007 -0.004 0.009
Si 17.685 4.059 5.469 0.009 -0.004 -0.008
Si 20.368 6.715 5.47 0.006 0.014 -0.005
Si 17.634 9.462 5.508 0.009 -0.002 0.019
Si 20.412 12.182 5.46 0 -0.01 -0.006
Si 23.128 14.844 5.442 0.008 -0.006 -0.007
Si 25.814 1.242 5.476 0.011 0.018 0.002
Si 23.095 3.965 5.503 0.007 -0.02 0.002
Si 9.488 6.803 5.452 0.001 -0.004 -0.003
Si 23.124 9.447 5.488 -0.001 -0.005 0.003
Si 25.821 12.14 5.43 0.017 0.004 0.002
Si 12.252 14.976 5.461 -0.01 -0.009 -0.002
Si 14.947 1.323 5.484 0.007 0.007 -0.002
Si 12.207 4.068 5.463 -0.01 0.015 -0.005
Si 14.947 6.785 5.468 -0.003 0.012 -0.005
Si 12.242 9.525 5.455 0.004 -0.006 -0.001
Si 14.976 12.198 5.464 0.006 0.002 -0.004
Si 19.042 16.247 6.838 0.005 0.009 0.005
Si 21.765 2.618 6.876 0.001 -0.009 -0.004
Si 19.03 5.386 6.861 -0.013 0.002 -0.004
Si 21.744 8.083 6.818 -0.001 -0.009 0.009
Si 19.048 10.816 6.821 -0.005 -0.018 0.001
Si 21.75 13.543 6.832 -0.008 0.01 -0.001
Si 24.469 16.206 6.831 -0.001 -0.001 -0.006
Si 10.862 2.732 6.847 -0.002 0.002 -0.002
Si 8.151 5.461 6.839 0.009 -0.01 0.006
Si 27.185 8.094 6.862 -0.006 -0.001 -0.002
Si 24.472 10.821 6.836 -0.007 0.015 -0.008
Si 27.184 13.501 6.805 -0.004 -0.003 -0.006
Si 13.6 16.299 6.855 -0.003 0.003 -0.004
Si 16.318 2.695 6.819 -0.012 0.004 0.013
Si 13.582 5.425 6.816 -0.004 -0.003 0.009
Si 16.28 8.125 6.867 -0.006 0.005 0.005
Si 13.592 10.871 6.831 -0.006 -0.004 -0.001
Si 16.34 13.524 6.846 0.012 -0.013 -0.002
Si 17.679 1.318 8.174 -0.003 -0.001 -0.008
Si 20.393 4.008 8.201 -0.003 -0.016 -0.005
Si 17.67 6.764 8.202 0.005 0.014 -0.005
Si 20.402 9.458 8.184 0.012 0.008 0
Si 17.694 12.171 8.201 -0.007 0.012 -0.007
Si 20.404 14.905 8.203 0 0.001 -0.004
Si 23.135 1.266 8.207 0 0.01 0.001
Si 9.509 4.099 8.2 0.009 0.011 0.004
Si 23.107 6.729 8.183 -0.002 -0.006 -0.006
Si 25.831 9.47 8.201 0.014 -0.013 0
Si 23.112 12.184 8.189 0.01 -0.006 0.003
Si 25.841 14.867 8.182 0.001 -0.005 -0.003
Si 12.227 1.351 8.191 -0.008 0.002 -0.006
Si 14.954 4.061 8.175 0.002 -0.003 -0.015
Si 12.228 6.793 8.179 -0.002 0.001 -0.002
Si 14.93 9.5 8.207 -0.004 -0.016 0
Si 12.23 12.246 8.175 0.015 0.016 -0.006
Si 14.975 14.919 8.183 0.003 0.004 -0.01
Si 16.326 16.284 9.541 -0.001 0.001 0.007
Si 19.033 2.664 9.558 -0.003 0.008 0.005
Si 16.312 5.407 9.555 -0.007 -0.004 0
Si 19.038 8.117 9.554 -0.01 -0.005 0.003
Si 16.316 10.837 9.558 0.005 -0.016 -0.002
Si 19.042 13.547 9.553 0 -0.004 0.003
Si 21.759 16.258 9.569 0.002 0.007 0.004
Si 8.138 2.735 9.54 0.003 0.005 -0.001
Si 21.753 5.377 9.551 0.001 0.001 0.002
Si 24.465 8.102 9.539 -0.004 0.007 0.002
Si 21.756 10.825 9.544 -0.01 -0.002 0.003
Si 24.473 13.538 9.554 0.002 0.015 -0.002
Si 10.861 16.314 9.539 -0.002 -0.001 -0.001
Si 13.6 2.705 9.54 0.003 0.008 0.002
Si 10.875 5.448 9.552 0.001 -0.007 0.007
Si 13.579 8.143 9.561 -0.006 0.007 0.005
Si 10.867 10.883 9.532 0.001 -0.006 0.001
Si 13.601 13.58 9.544 -0.003 -0.01 0.005
Si 17.688 14.924 10.905 -0.001 0.005 0
Si 20.4 17.629 10.918 -0.002 0 0.003
Si 17.683 4.044 10.909 -0.005 -0.01 -0.003
Si 20.399 6.75 10.907 -0.001 0.005 -0.003
Si 17.683 9.483 10.913 -0.003 0.001 -0.002
Si 20.403 12.192 10.908 0.002 0.003 0.001
Si 23.121 14.903 10.92 0.002 -0.005 0.005
Si 9.498 17.68 10.891 0.004 0 -0.003
Si 6.773 4.102 10.892 0.004 -0.001 -0.004
Si 25.843 6.749 10.886 0.007 -0.021 -0.009
Si 23.117 9.471 10.903 0.006 -0.001 -0.002
Si 25.841 12.191 10.91 -0.001 -0.009 0
Si 12.232 14.948 10.89 0.004 0.011 -0.003
Si 14.964 17.653 10.891 -0.004 0.003 -0.007
Si 12.244 4.074 10.894 -0.003 0.004 -0.004
Si 14.959 6.782 10.909 -0.002 0.004 0
Si 12.224 9.523 10.907 0.001 -0.01 0.003
Si 14.96 12.214 10.905 0.011 0.005 -0.006
Si 19.049 16.268 12.28 -0.001 0.002 0.006
Si 21.758 2.672 12.277 -0.005 -0.002 0.005
Si 19.045 5.401 12.279 -0.005 0.001 0.004
Si 21.754 8.119 12.26 0.001 -0.006 0.004
Si 19.043 10.844 12.27 -0.009 -0.006 0.001
Si 21.754 13.552 12.274 0.003 -0.005 0.002
Si 24.477 16.27 12.275 -0.002 0.008 -0.001
Si 10.876 2.712 12.235 0.005 0.007 0.001
Si 8.139 5.457 12.249 0.005 0 0.002
Si 27.201 8.121 12.24 -0.003 0 0.004
Si 24.469 10.843 12.263 0.01 0.001 0.002
Si 27.201 13.554 12.267 -0.004 0.001 0.002
Si 13.599 16.3 12.248 -0.003 -0.002 0.007
Si 16.333 2.675 12.258 -0.007 0.005 0
Si 13.602 5.424 12.264 0.002 -0.012 0.005
Si 16.33 8.13 12.275 0.01 0.001 -0.001
Si 13.603 10.864 12.274 0.001 0.003 0.002
Si 16.324 13.569 12.26 -0.01 -0.006 -0.001
Si 17.691 17.635 13.63 -0.006 0.003 0.003
Si 20.404 4.037 13.642 0.005 0.007 0.012
Si 17.704 6.785 13.64 -0.016 0 0.003
Si 20.406 9.488 13.627 -0.002 0.003 0.005
Si 17.694 12.221 13.623 0.004 0.007 -0.004
Si 20.41 14.913 13.651 0 -0.007 0
Si 23.114 17.631 13.641 0.012 0.003 0.009
Si 9.514 4.079 13.579 0.004 -0.013 -0.014
Si 23.131 6.76 13.595 0.016 -0.012 -0.002
Si 25.841 9.49 13.602 -0.011 0.004 -0.001
Si 23.105 12.198 13.635 -0.005 0.006 -0.006
Si 25.832 14.908 13.633 0.012 0.002 0.009
Si 12.233 17.665 13.594 -0.005 0.009 -0.005
Si 14.983 4.051 13.599 0.005 -0.008 -0.004
Si 12.236 6.801 13.604 -0.001 0.006 0
Si 14.982 9.506 13.63 0.004 -0.012 -0.003
Si 12.245 12.24 13.623 0.005 -0.009 0.004
Si 14.961 14.934 13.606 0 0.007 -0.003
Si 16.337 16.257 14.975 -0.009 -0.014 -0.001
Si 19.05 2.663 15.005 0.001 -0.004 0.006
Si 16.35 5.398 14.966 -0.001 -0.005 -0.005
Si 19.07 8.147 15.014 0.003 0.003 0.006
Si 16.353 10.868 14.991 -0.003 0.001 0.009
Si 19.052 13.553 15.014 -0.009 0.006 0.005
Si 21.764 16.271 15.021 -0.008 -0.007 0.004
Si 24.479 2.689 14.975 0.007 0.008 -0.001
Si 21.789 5.411 14.97 0.007 0.017 0.003
Si 24.459 8.148 14.95 0.003 -0.002 -0.001
Si 21.74 10.854 15.005 0.01 0.002 0
Si 24.446 13.563 15 -0.002 -0.005 0.005
Si 10.881 16.302 14.96 0.002 0.002 0.01
Si 13.62 2.687 14.936 0.007 0.007 0.001
Si 10.861 5.437 14.939 -0.006 -0.004 0.002
Si 13.614 8.142 14.969 0.002 0.001 0.002
Si 10.862 10.892 14.964 -0.009 -0.001 0.005
Si 13.615 13.595 14.991 0.009 0.004 0.006
Si 36.458 19.415 33.507 0.2 -0.248 0.737
Si 39.218 5.673 33.445 0.338 -0.114 0.67
Si 34.097 3.614 0.032 -0.096 0.325 0.715
Si 36.175 7.186 0.016 0.267 -0.255 0.739
Si 34.107 9.504 0.283 -0.142 0.032 0.68
Si 37.076 11.928 0.117 -0.114 0.098 0.741
Si 42.558 18.985 33.539 -0.171 0.209 0.75
Si 42.554 1.148 0.019 -0.262 0.166 0.784
Si 42.284 8.543 33.456 -0.069 -0.28 0.765
Si 42.555 6.572 0.155 -0.188 0.075 0.727
Si 42.031 13.86 33.435 0.258 -0.19 0.66
Si 28.545 16.449 33.36 0.119 -0.253 0.647
Si 28.664 14.619 0.238 -0.074 0.109 0.728
Si 31.346 0.996 0.102 -0.137 0.206 0.757
Si 28.248 4.102 0.142 0.229 -0.044 0.739
Si 31.043 6.987 0.208 0.018 -0.083 0.661
Si 28.778 9.126 0.078 -0.134 0.177 0.761
Si 30.909 12.479 0.059 0.23 -0.216 0.824
Si 35.308 16.226 1.278 -0.033 -0.012 -0.052
Si 38.072 2.733 1.062 0.001 0.005 -0.046
Si 35.19 5.4 1.206 -0.008 -0.054 -0.014
Si 38.007 8.115 1.23 0.008 -0.028 -0.044
Si 35.458 10.912 1.499 -0.002 0.022 -0.051
Si 38.171 13.595 1.313 0.028 -0.002 -0.054
Si 40.881 16.347 1.263 0.004 -0.003 -0.062
Si 27.078 2.615 1.487 -0.016 0.027 -0.053
Si 40.878 5.446 1.351 -0.009 0.028 -0.046
Si 27.169 7.97 1.315 0.018 -0.024 -0.07
Si 40.857 10.793 1.172 -0.015 0 -0.048
Si 27.114 13.36 1.393 -0.025 -0.008 -0.033
Si 29.853 16.187 1.489 0.015 -0.006 -0.041
Si 32.545 2.559 1.407 -0.01 -0.028 -0.059
Si 29.876 5.314 1.37 -0.022 0.003 -0.046
Si 32.568 8.2 1.488 0.016 0.004 -0.047
Si 29.861 10.8 1.342 -0.014 0.001 -0.039
Si 32.585 13.565 1.312 -0.017 0.006 -0.062
Si 33.976 1.239 2.722 -0.001 -0.005 0.034
Si 36.69 4.064 2.517 0.005 -0.007 0.003
Si 33.927 6.723 2.706 0.02 0 0.047
Si 36.789 9.467 2.752 0.013 -0.016 0.048
Si 33.986 12.264 2.705 -0.022 0.003 0.019
Si 36.717 14.908 2.624 0.01 0.005 -0.005
Si 39.428 1.4 2.524 0.005 0.03 -0.002
Si 42.16 4.067 2.749 -0.001 -0.014 0.032
Si 39.411 6.792 2.606 -0.003 0.026 0.046
Si 42.168 9.509 2.658 -0.025 0.021 0.01
Si 39.534 12.184 2.634 0.035 -0.012 0.023
Si 25.841 14.86 2.714 0.018 -0.011 0.011
Si 28.502 1.269 2.774 -0.005 0 0.016
Si 31.245 3.989 2.73 0.006 0.011 0.002
Si 28.523 6.67 2.753 -0.008 -0.014 0.041
Si 31.219 9.543 2.798 0 0.022 0.041
Si 28.496 12.077 2.762 0.023 -0.005 0.032
Si 31.267 14.857 2.792 0.015 -0.011 0.045
Si 32.632 16.233 4.118 -0.002 0.008 -0.007
Si 35.365 2.691 3.962 -0.016 0.023 -0.015
Si 32.598 5.369 4.078 -0.014 0.019 0.018
Si 35.356 8.086 4.029 -0.003 0.003 -0.012
Si 32.642 10.881 4.085 -0.005 0.004 0.005
Si 35.364 13.598 4.048 -0.008 0.006 0.01
Si 38.087 16.329 3.925 0.008 0.011 -0.005
Si 40.754 2.693 4.012 -0.01 -0.013 -0.003
Si 38.052 5.397 3.946 -0.01 -0.012 -0.009
Si 40.771 8.157 3.992 -0.001 -0.025 -0.002
Si 38.15 10.862 4.045 -0.005 0.038 0.006
Si 40.846 13.589 4.006 -0.003 -0.022 -0.013
Si 27.178 16.202 4.118 -0.007 -0.014 -0.004
Si 29.884 2.645 4.099 0.005 0.002 0.005
Si 27.232 5.366 4.218 0.013 0.004 -0.005
Si 29.87 8.098 4.088 -0.018 -0.012 -0.026
Si 27.133 10.722 4.075 -0.013 -0.001 0.004
Si 29.879 13.478 4.095 0.012 0.008 -0.02
Si 34.067 14.902 16.317 -0.01 -0.001 -0.003
Si 36.737 17.584 16.264 -0.006 -0.004 -0.009
Si 34.027 4.05 16.266 -0.015 -0.002 0.003
Si 36.784 6.798 16.265 0.018 -0.005 -0.001
Si 34.069 9.54 16.323 0.011 0.009 0.004
Si 36.741 12.217 16.354 -0.001 -0.013 0.001
Si 39.429 14.915 16.323 -0.002 -0.002 0.006
Si 25.835 17.638 16.318 0.002 -0.013 -0.01
Si 39.433 4.043 16.208 0.012 0.002 0.001
Si 25.822 6.765 16.252 -0.007 -0.001 -0.015
Si 39.417 9.518 16.258 -0.001 -0.011 -0.004
Si 25.813 12.197 16.33 0.006 -0.009 -0.01
Si 28.582 14.95 16.288 -0.002 -0.001 -0.007
Si 31.322 17.624 16.249 -0.011 0.007 -0.011
Si 28.604 4.049 16.252 0.014 -0.011 0.007
Si 31.322 6.769 16.28 -0.001 0.004 -0.006
Si 28.583 9.478 16.284 0.004 -0.005 -0.011
Si 31.358 12.208 16.275 0 0.011 -0.008
Si 35.418 16.252 17.704 0.012 0 0.024
Si 38.125 2.625 17.555 -0.005 0.007 -0.012
Si 35.44 5.405 17.576 -0.015 0.007 0.007
Si 38.082 8.196 17.676 -0.004 0.014 -0.012
Si 35.41 10.879 17.781 -0.018 -0.004 -0.013
Si 38.081 13.577 17.74 0.001 0.015 0.021
Si 40.801 16.276 17.67 0.009 -0.002 0.007
Si 27.238 2.699 17.59 -0.01 0.009 0.013
Si 40.779 5.403 17.556 0.015 0.005 0.033
Si 27.207 8.08 17.592 -0.011 0.001 -0.02
Si 40.784 10.848 17.618 0.017 0.014 0.014
Si 27.153 13.634 17.612 -0.01 0.019 -0.027
Si 29.985 16.284 17.633 -0.008 -0.004 0.029
Si 32.672 2.658 17.602 0.013 -0.003 -0.004
Si 29.964 5.396 17.627 -0.022 -0.005 0.013
Si 32.697 8.15 17.608 -0.016 -0.002 0.01
Si 29.96 10.875 17.588 0.006 -0.017 0.007
Si 32.761 13.495 17.678 0.017 -0.013 -0.019
Si 34.042 17.664 18.991 -0.016 0.014 -0.024
Si 36.771 3.96 18.879 -0.013 0.007 -0.022
Si 34.142 6.825 18.913 0.011 0.041 -0.031
Si 36.771 9.534 19.168 0.026 -0.041 0.003
Si 34.076 12.216 19.222 -0.011 0.036 0.012
Si 36.718 14.906 19.182 -0.007 -0.023 -0.03
Si 39.411 17.629 19.019 0.001 0.01 0.015
Si 25.892 4.116 18.896 0.023 -0.001 -0.037
Si 39.499 6.831 18.936 0.02 0.005 -0.004
Si 25.857 9.402 18.963 -0.021 -0.019 -0.028
Si 39.487 12.211 19.058 -0.012 0.001 -0.028
Si 42.203 14.901 18.986 -0.006 0.008 -0.005
Si 28.594 17.665 18.947 0.029 0.025 -0.026
Si 31.327 4.009 18.956 0.003 -0.028 -0.014
Si 28.56 6.742 18.956 -0.004 0.003 -0.019
Si 31.317 9.518 18.942 0.023 -0.004 -0.031
Si 28.555 12.279 18.852 0.004 0.002 -0.034
Si 31.399 14.887 18.932 -0.024 0.029 -0.027
Si 32.736 16.239 20.316 0.011 -0.002 0.044
Si 35.433 2.687 20.346 0.004 0.002 0.036
Si 32.81 5.375 20.135 0.022 -0.021 0.032
Si 35.386 8.135 20.492 -0.022 -0.001 0.055
Si 32.635 10.795 20.448 -0.012 -0.031 0.079
Si 35.392 13.583 20.722 0.024 0.023 0.058
Si 38.106 16.333 20.485 -0.023 -0.014 0.036
Si 40.755 2.631 20.394 0.044 0.009 0.029
Si 38.117 5.373 20.127 -0.005 0.003 0.043
Si 40.95 8.096 20.341 0.013 -0.032 0.029
Si 38.189 10.882 20.536 0.002 0.004 0.054
Si 40.898 13.565 20.403 -0.001 -0.024 0.047
Si 27.253 16.35 20.371 -0.025 -0.013 0.061
Si 29.941 2.696 20.339 -0.032 0.018 0.044
Si 27.249 5.38 20.351 -0.017 -0.027 0.054
Si 29.893 8.159 20.224 -0.022 0.012 0.04
Si 27.216 10.871 20.129 0.001 0.008 0.028
Si 29.934 13.593 20.203 0.001 0.026 0.058
Si 34.201 15.308 21.94 -0.074 -0.297 -0.654
Si 36.512 17.496 21.808 0.176 0.118 -0.709
Si 34.336 4.328 21.602 -0.151 -0.104 -0.712
Si 36.626 6.439 21.548 -0.028 0.206 -0.661
Si 33.617 9.09 21.799 0.325 0.305 -0.706
Si 37.196 12.543 21.95 -0.373 -0.283 -0.803
Si 39.415 14.812 21.716 0.206 0.236 -0.761
Si 26.055 18.019 21.527 0.005 -0.209 -0.719
Si 39.585 4.308 21.59 -0.039 -0.253 -0.681
Si 25.779 6.498 21.786 0.126 0.221 -0.688
Si 39.888 9.694 21.679 -0.188 -0.095 -0.744
Si 42.073 11.933 21.652 0.053 0.27 -0.711
Si 28.942 15.214 21.571 -0.218 -0.083 -0.755
Si 31.138 17.4 21.515 0.052 0.205 -0.731
Si 28.335 3.79 21.692 0.25 0.162 -0.786
Si 31.478 6.846 21.273 -0.093 -0.007 -0.674
Si 28.721 9.762 21.489 -0.044 -0.205 -0.702
Si 30.925 11.975 21.543 0.206 0.052 -0.719
Si 36.038 13.334 29.827 0.025 0.037 -0.12
Si 35.55 15.533 31.536 0.023 0.106 0.169
Si 36.389 10.362 27.149 0.268 0.009 0.105
Si 40.588 5.968 25.563 -0.046 0.005 -0.077
Si 39.551 4.879 30.389 -0.047 -0.087 0.144
Si 32.824 14.772 24.837 0.014 0.095 -0.119
Si 38.602 7.702 23.735 0.056 -0.061 -0.124
Si 32.784 9.426 24.64 0.012 -0.088 -0.098
Si 36.051 4.786 25.981 0.1 -0.193 -0.042
Si 30.238 5.048 23.61 0.034 -0.082 -0.079
Si 34.457 16.058 27.234 -0.042 -0.063 -0.06
Si 39.7 16.891 30.731 0.092 -0.013 0.147
Si 32.277 14.806 28.953 -0.047 0.048 0.06
Si 27.1 8.38 23.864 -0.025 -0.142 -0.056
Si 24.832 16.133 23.487 0.034 0.07 -0.035
Si 30.247 14.83 31.143 -0.063 0.147 0.178
Si 37.275 12.208 25.087 0.145 0.052 -0.113
Si 28.867 8.699 26.45 -0.039 -0.045 -0.068
Si 30.853 16.016 26.583 0.115 0.081 -0.091
Si 26.97 14.011 23.367 0.035 -0.051 -0.113
Si 32.837 18.378 26.621 -0.086 0.001 0.009
Si 29.4 12.494 29.297 0.104 0.056 0.035
Si 32.161 6.36 31.482 -0.029 -0.136 0.186
Si 37.48 19.863 28.498 -0.032 0.033 -0.111
Si 38.831 14.154 29.401 -0.074 -0.031 -0.138
Si 37.864 3.053 23.984 -0.032 0.02 -0.101
Si 39.259 10.936 26.841 -0.151 0.067 0.052
Si 40.525 10.026 31.549 0.08 0.058 0.02
Si 33.896 7.051 29.091 0.052 0.014 -0.037
Si 32.476 19.218 23.695 -0.063 0.083 -0.181
Si 42.251 16.418 29.384 -0.12 0.028 -0.032
Si 41.023 11.931 29.188 -0.06 -0.019 -0.068
Si 25.358 17.061 26.429 0.001 0.049 -0.023
Si 31.089 6.974 25.678 0.084 0.049 -0.041
Si 26.327 12.764 25.939 -0.085 -0.077 -0.105
Si 29.978 4.223 31.547 -0.02 0.057 0.021
Si 27.049 5.31 29.082 0.015 -0.031 -0.059
Si 42.279 4.01 30.692 0.142 -0.098 0.028
Si 28.149 19.106 29.376 -0.053 0.056 0.06
Si 27.503 10.62 30.683 0.061 -0.038 0.213
Si 36.829 14.27 27.225 0.028 -0.004 -0.023
Si 39.624 19.376 26.369 0.043 0.032 -0.1
Si 37.113 18.12 30.652 -0.141 -0.044 0.153
Si 28.038 16.661 27.615 -0.094 -0.054 0.073
Si 31.421 12.248 24.449 0.094 -0.036 -0.021
Si 39.291 7.886 30.006 -0.131 0.007 0.07
Si 37.119 7.669 26.179 0.007 -0.044 -0.041
Si 43.698 6.675 31.314 0.111 -0.066 0.144
Si 36.182 8.13 30.589 0.098 -0.056 0.149
Si 33.672 9.842 27.553 -0.121 0.033 0.009
Si 39.783 8.119 27.204 0.008 0.029 -0.022
Si 33.242 4.953 26.946 -0.017 0.061 -0.031
Si 34.704 10.756 30.928 -0.088 -0.055 0.151
Si 29.11 11.731 26.328 -0.002 -0.03 0.044
Si 34.017 14.914 5.453 -0.013 -0.008 0.021
Si 36.731 1.344 5.333 -0.014 -0.003 0.001
Si 34.005 4.016 5.381 0.013 -0.012 0.005
Si 36.721 6.737 5.371 0.002 -0.003 -0.001
Si 34.005 9.47 5.387 0.003 -0.004 0.012
Si 36.736 12.211 5.369 0.003 -0.012 0.014
Si 39.437 14.956 5.316 0 0.007 0
Si 42.135 1.351 5.382 0.014 0.018 0.001
Si 39.407 4.067 5.353 -0.01 0 0.012
Si 25.834 6.745 5.498 0.002 -0.002 0.007
Si 39.466 9.498 5.409 0.003 0.006 0.015
Si 42.187 12.244 5.386 -0.001 0 0.014
Si 28.55 14.861 5.461 0.025 -0.001 0.009
Si 31.265 1.292 5.442 -0.002 -0.007 0.006
Si 28.584 3.995 5.521 0.008 0.015 0.021
Si 31.255 6.745 5.432 -0.004 -0.013 0.006
Si 28.513 9.425 5.465 0.006 -0.004 0.004
Si 31.27 12.183 5.468 -0.005 0.004 0.001
Si 35.386 16.311 6.745 -0.001 0.008 0
Si 38.068 2.699 6.724 0.007 0.008 -0.009
Si 35.358 5.389 6.742 -0.001 -0.002 -0.004
Si 38.079 8.12 6.728 0.002 -0.003 -0.006
Si 35.372 10.842 6.734 0.001 -0.004 -0.004
Si 38.087 13.597 6.709 -0.004 0.007 -0.007
Si 40.782 16.297 6.725 0.001 0.002 -0.011
Si 27.179 2.63 6.824 0.005 -0.004 -0.005
Si 24.464 5.362 6.825 -0.009 0.01 -0.001
Si 43.52 8.175 6.727 0.007 -0.004 -0.009
Si 40.827 10.873 6.744 0.008 0.007 0.001
Si 43.528 13.601 6.762 0.003 -0.007 -0.009
Si 29.909 16.248 6.803 0 -0.006 0
Si 32.647 2.667 6.766 -0.004 0.011 -0.006
Si 29.937 5.386 6.835 -0.001 0.004 -0.003
Si 32.638 8.118 6.761 -0.01 -0.004 -0.011
Si 29.899 10.805 6.797 -0.001 -0.002 -0.007
Si 32.64 13.554 6.801 0.003 0.003 -0.003
Si 34.012 1.32 8.123 0.004 0.007 -0.001
Si 36.716 4.042 8.106 -0.007 -0.01 0.003
Si 34.004 6.754 8.109 0.005 -0.001 0.001
Si 36.724 9.48 8.093 -0.004 -0.006 0
Si 34.012 12.185 8.122 -0.014 -0.003 -0.004
Si 36.734 14.938 8.095 0.002 0.006 -0.004
Si 39.431 1.342 8.083 -0.01 0 -0.003
Si 25.835 4.01 8.181 0.001 -0.005 -0.004
Si 39.436 6.775 8.098 0.005 0.003 -0.004
Si 42.174 9.519 8.109 0.012 0.005 0.002
Si 39.444 12.233 8.076 0.009 -0.006 -0.004
Si 42.148 14.953 8.096 0.007 -0.013 0.001
Si 28.553 1.282 8.173 0.005 -0.002 -0.003
Si 31.307 4.022 8.158 0.009 0.021 -0.005
Si 28.566 6.738 8.19 -0.001 -0.01 -0.001
Si 31.28 9.461 8.142 -0.008 -0.008 0.002
Si 28.556 12.168 8.17 0.003 0.002 -0.003
Si 31.282 14.908 8.162 0.01 0.006 0.004
Si 32.655 16.279 9.492 -0.003 0.001 -0.002
Si 35.366 2.687 9.48 -0.006 0.01 0.002
Si 32.66 5.399 9.497 -0.006 -0.017 -0.001
Si 35.364 8.123 9.461 -0.004 0.004 0
Si 32.645 10.832 9.487 0 -0.004 -0.006
Si 35.373 13.569 9.456 -0.001 0.002 -0.003
Si 38.085 16.299 9.456 0.006 0.006 0.004
Si 24.483 2.651 9.548 0.003 -0.011 0
Si 38.075 5.413 9.457 -0.002 -0.005 -0.005
Si 40.8 8.148 9.447 0.004 -0.001 -0.004
Si 38.087 10.858 9.433 -0.007 0.003 -0.007
Si 40.797 13.583 9.452 0.002 0.014 -0.003
Si 27.197 16.244 9.535 -0.003 0.002 -0.005
Si 29.928 2.662 9.505 -0.002 0.005 -0.008
Si 27.199 5.378 9.531 0.01 0.014 -0.006
Si 29.931 8.113 9.525 -0.003 -0.006 -0.002
Si 27.199 10.829 9.55 -0.001 0.007 -0.004
Si 29.919 13.543 9.517 -0.001 -0.001 -0.003
Si 34.019 14.916 10.837 -0.009 0.002 0.006
Si 36.725 17.642 10.828 -0.01 -0.001 0.005
Si 34.019 4.044 10.852 0.004 0.009 0.005
Si 36.722 6.771 10.826 -0.003 0 0.004
Si 34.013 9.478 10.836 -0.009 -0.007 0.003
Si 36.733 12.207 10.807 0.007 -0.008 -0.004
Si 39.441 14.938 10.811 0 -0.006 0.005
Si 25.842 17.61 10.897 0.015 0.008 0.003
Si 23.119 4.018 10.904 0.006 -0.003 0.002
Si 42.163 6.789 10.798 0.005 -0.005 -0.003
Si 39.438 9.507 10.804 0.005 0.006 0.001
Si 42.153 12.228 10.818 0.009 -0.01 0.002
Si 28.565 14.898 10.892 0.003 0.001 0.001
Si 31.295 17.631 10.859 0.003 0.005 -0.002
Si 28.571 4.023 10.871 -0.009 0.003 -0.003
Si 31.301 6.754 10.864 -0.001 0.001 0.002
Si 28.574 9.475 10.891 0.006 -0.002 0.002
Si 31.294 12.188 10.863 0.002 -0.004 0.001
Si 35.38 16.274 12.197 0.008 0.006 0.005
Si 38.08 2.689 12.181 0.003 0.001 0.003
Si 35.372 5.414 12.205 -0.007 -0.009 0.001
Si 38.08 8.149 12.17 0 -0.002 -0.004
Si 35.378 10.852 12.177 -0.007 0.004 -0.002
Si 38.087 13.568 12.165 0 0.005 -0.002
Si 40.799 16.297 12.165 0.007 0.008 0.006
Si 27.209 2.666 12.228 0.007 -0.005 -0.003
Si 24.487 5.39 12.243 0.006 0.018 -0.003
Si 43.51 8.154 12.164 0 -0.003 -0.004
Si 40.785 10.868 12.174 -0.002 -0.003 0
Si 43.516 13.589 12.168 0 -0.008 0.002
Si 29.939 16.271 12.225 -0.001 0.003 0.001
Si 32.664 2.672 12.207 -0.01 0.011 0
Si 29.933 5.395 12.215 -0.001 -0.006 -0.002
Si 32.666 8.122 12.211 -0.006 0 -0.002
Si 29.939 10.84 12.243 -0.002 0.002 -0.004
Si 32.664 13.558 12.203 -0.005 0.001 0
Si 34.025 17.627 13.563 -0.005 -0.002 0.008
Si 36.724 4.041 13.552 -0.01 0.015 0.01
Si 34.032 6.783 13.58 -0.008 0.003 0.005
Si 36.731 9.506 13.548 0.001 0.001 0.007
Si 34.041 12.211 13.557 -0.005 -0.003 0.004
Si 36.742 14.905 13.549 0.008 -0.02 0
Si 39.433 17.638 13.53 0 0.001 0.005
Si 25.846 4.021 13.59 0.01 -0.007 -0.005
Si 39.445 6.782 13.509 0.006 -0.006 0
Si 42.138 9.501 13.522 -0.002 0.004 0.011
Si 39.428 12.223 13.545 -0.005 0.002 0
Si 42.143 14.927 13.527 0.012 0.002 0.007
Si 28.574 17.637 13.577 -0.008 0.008 -0.003
Si 31.309 4.041 13.556 -0.003 -0.005 0
Si 28.574 6.759 13.577 -0.001 0.002 0.002
Si 31.318 9.479 13.581 0.006 -0.009 0.002
Si 28.58 12.2 13.612 0.01 -0.013 0.008
Si 31.311 14.913 13.572 -0.002 0.001 0.001
Si 32.691 16.248 14.933 -0.005 -0.002 0
Si 35.382 2.665 14.924 0.003 -0.002 0.004
Si 32.666 5.405 14.911 -0.009 0.003 -0.002
Si 35.396 8.157 14.937 -0.01 0.007 0.008
Si 32.7 10.847 14.918 -0.003 0 0.007
Si 35.404 13.553 14.938 0.005 0.013 0.009
Si 38.103 16.256 14.904 -0.001 0.006 0.001
Si 40.799 2.684 14.863 0.002 0.004 0.004
Si 38.093 5.426 14.871 0.009 0.009 -0.001
Si 40.774 8.146 14.888 -0.005 -0.003 0.004
Si 38.065 10.879 14.92 -0.003 0.007 0
Si 40.778 13.58 14.912 0.002 -0.002 0.003
Si 27.207 16.295 14.945 0.004 0.006 0.006
Si 29.957 2.676 14.908 0.002 0.005 -0.002
Si 27.207 5.395 14.922 -0.009 0.004 0.001
Si 29.946 8.119 14.928 0.001 0 0
Si 27.2 10.849 14.965 -0.009 -0.001 0.005
Si 29.956 13.571 14.951 0.009 0.009 0.006
Si 50.065 15.296 0.152 0.09 -0.218 0.766
Si 55.436 5.852 33.505 0.305 -0.04 0.72
Si 50.694 4.078 0.015 -0.177 0.072 0.644
Si 56.249 11.332 33.552 -0.161 -0.328 0.742
Si 52.821 14.061 33.401 0.301 -0.21 0.747
Si 53.2 12.159 0.11 -0.175 0.165 0.688
Si 56.023 14.79 0.201 -0.053 0.051 0.72
Si 58.278 1.496 0.14 0.279 -0.063 0.732
Si 56.151 3.798 0.01 -0.399 0.201 0.697
Si 58.391 6.553 0.118 -0.054 0.247 0.61
Si 55.427 9.926 0.001 0.381 -0.134 0.712
Si 44.755 16.689 33.43 0.293 -0.212 0.711
Si 44.814 15.341 0.221 -0.018 -0.227 0.663
Si 47.866 1.165 0.17 -0.075 0.249 0.743
Si 44.674 4.321 0.168 0.191 -0.094 0.726
Si 50.168 11.433 33.543 0.08 -0.23 0.712
Si 44.984 9.224 0.075 -0.013 0.218 0.635
Si 50.601 16.341 33.464 -0.26 0.202 0.693
Si 51.628 16.442 1.439 0 0.005 -0.069
Si 54.384 2.722 1.148 -0.018 -0.012 -0.017
Si 51.944 5.618 1.223 0.019 0.06 -0.035
Si 54.537 8.36 1.521 0.019 0.018 -0.043
Si 51.607 10.917 1.269 -0.014 -0.034 -0.035
Si 54.4 13.667 1.434 -0.016 -0.007 -0.052
Si 57.136 16.345 1.526 0.023 0.011 -0.064
Si 43.554 2.732 1.436 0.003 -0.015 -0.05
Si 57.083 5.341 1.556 -0.021 -0.041 -0.012
Si 43.635 8.069 1.566 0.013 0.004 -0.033
Si 57.122 11.009 1.246 -0.016 0.007 -0.062
Si 43.541 13.623 1.228 -0.001 -0.016 -0.062
Si 46.311 16.445 1.585 0.029 0 -0.052
Si 49.068 2.857 1.296 -0.023 0.039 -0.04
Si 46.296 5.542 1.323 0.029 0.003 -0.047
Si 48.983 8.263 1.271 0.007 0.017 -0.038
Si 46.178 10.942 1.191 0.015 -0.016 -0.059
Si 48.928 13.624 1.325 -0.026 -0.022 -0.031
Si 50.313 1.495 2.776 0.003 -0.016 0.038
Si 53.158 4.161 2.622 0.013 -0.023 0.012
Si 50.41 6.875 2.567 0.01 -0.005 -0.014
Si 52.985 9.621 2.727 0.016 0.029 0.004
Si 50.325 12.302 2.682 0.012 0.02 0.008
Si 53.04 15.064 2.722 -0.014 -0.01 0.007
Si 55.69 1.429 2.691 -0.021 0.028 0.035
Si 58.549 4.055 2.805 0.021 0 0.041
Si 55.813 6.868 2.798 -0.012 -0.014 0.016
Si 58.433 9.622 2.654 -0.005 0 0.008
Si 55.783 12.292 2.739 -0.002 -0.001 0.041
Si 42.204 14.968 2.655 -0.001 -0.001 0.033
Si 44.927 1.473 2.847 -0.011 0.022 0.051
Si 47.661 4.162 2.646 -0.025 -0.016 0.03
Si 44.998 6.755 2.862 0.025 -0.004 0.038
Si 47.592 9.615 2.625 -0.033 -0.013 0.038
Si 44.861 12.263 2.617 0.028 0.013 0.003
Si 47.615 14.942 2.78 0.015 -0.01 0.033
Si 48.982 16.365 4.086 -0.01 0.019 -0.028
Si 51.753 2.838 4.04 0.015 0.016 -0.011
Si 49.043 5.522 3.977 0.006 0.005 -0.006
Si 51.674 8.207 4.048 -0.009 0.007 0.001
Si 48.954 10.936 4.029 -0.019 0.006 -0.024
Si 51.69 13.665 4.048 -0.009 -0.018 0.007
Si 54.392 16.397 4.095 0.002 0.016 0.015
Si 57.104 2.736 4.088 0.013 -0.015 -0.008
Si 54.427 5.497 4.089 -0.013 -0.029 0.008
Si 57.168 8.248 4.1 0.016 -0.002 -0.001
Si 54.391 10.954 4.081 0.019 -0.028 -0.018
Si 57.132 13.648 4.123 -0.014 -0.015 -0.018
Si 43.536 16.331 4.059 -0.004 -0.023 -0.018
Si 46.317 2.84 4.1 0.01 0.025 0.012
Si 43.545 5.409 4.11 0.017 0.001 -0.006
Si 46.325 8.229 4.081 0.01 0.008 -0.018
Si 43.525 10.895 4 0.007 -0.011 0.005
Si 46.213 13.583 4.056 0.005 -0.017 0.006
Si 50.341 15.007 16.3 0.008 0.01 0.002
Si 53.03 17.704 16.335 0 -0.01 -0.001
Si 50.317 4.106 16.239 -0.005 0.012 -0.002
Si 53.041 6.85 16.305 -0.001 0.015 -0.001
Si 50.343 9.595 16.301 0.005 0.018 -0.004
Si 53.02 12.305 16.327 -0.001 0.002 0.013
Si 55.73 15.024 16.354 0.003 -0.017 0
Si 42.121 17.6 16.21 0.002 -0.004 0
Si 55.731 4.13 16.381 0 0.017 0.004
Si 42.145 6.751 16.191 -0.006 -0.006 -0.005
Si 55.724 9.561 16.276 0.017 -0.02 -0.011
Si 42.143 12.208 16.241 -0.019 -0.016 0.001
Si 44.895 14.959 16.179 0.003 0.013 -0.009
Si 47.59 17.665 16.204 -0.009 -0.004 -0.019
Si 44.835 4.049 16.205 -0.002 -0.009 0.003
Si 47.592 6.792 16.205 0.007 0.002 -0.009
Si 44.877 9.531 16.194 0.007 -0.007 -0.006
Si 47.633 12.279 16.253 -0.009 0.021 0.003
Si 51.66 16.369 17.718 -0.006 -0.018 0.013
Si 54.376 2.727 17.725 -0.009 0.001 -0.014
Si 51.678 5.453 17.61 -0.009 -0.005 0.011
Si 54.382 8.235 17.675 0.012 -0.004 -0.01
Si 51.697 10.949 17.73 -0.005 -0.011 0.005
Si 54.345 13.68 17.711 0.011 0.011 0.02
Si 57.059 16.415 17.725 0.007 0.03 -0.003
Si 43.483 2.627 17.523 0.004 0.006 0.01
Si 57.067 5.516 17.755 0.002 0.005 0.025
Si 43.529 8.116 17.495 0.003 0.007 -0.015
Si 57.066 10.891 17.651 -0.002 0.023 0.006
Si 43.505 13.633 17.512 0.017 0.004 -0.008
Si 46.282 16.256 17.556 0.012 -0.002 0.015
Si 48.928 2.728 17.534 0.004 -0.028 -0.022
Si 46.205 5.422 17.529 -0.012 0.002 0.002
Si 48.938 8.182 17.536 -0.009 0 -0.018
Si 46.215 10.926 17.538 0.012 -0.023 -0.001
Si 49.011 13.621 17.644 0 0.007 -0.01
Si 50.228 17.766 18.986 0.007 -0.005 -0.013
Si 52.97 4.072 19.031 -0.005 0.002 -0.006
Si 50.314 6.857 18.884 -0.004 0.021 -0.011
Si 53.103 9.611 19.089 0.002 0.006 -0.011
Si 50.336 12.315 19.097 0.006 0.019 -0.001
Si 53.015 15.043 19.147 0.02 -0.007 -0.019
Si 55.713 17.727 19.172 -0.015 0.004 0.013
Si 42.061 3.924 18.854 -0.019 -0.042 -0.044
Si 55.666 6.903 19.113 0.028 -0.018 -0.027
Si 42.194 9.438 18.863 -0.023 0.001 -0.031
Si 55.721 12.276 19 -0.014 -0.005 -0.025
Si 58.436 15.089 19.066 0.035 -0.023 -0.005
Si 44.866 17.573 18.843 -0.031 -0.006 -0.036
Si 47.523 4.024 18.857 -0.007 -0.005 -0.009
Si 44.835 6.757 18.875 -0.006 0.018 -0.003
Si 47.527 9.51 18.849 -0.015 -0.003 -0.032
Si 44.878 12.349 18.858 0.027 0.001 -0.023
Si 47.664 14.969 18.994 -0.01 0.017 -0.024
Si 48.935 16.41 20.394 -0.031 -0.01 0.054
Si 51.497 2.817 20.403 -0.004 0.009 0.022
Si 48.851 5.46 20.093 0.014 -0.024 0.03
Si 51.704 8.194 20.302 -0.012 -0.008 0.05
Si 48.891 10.841 20.219 -0.018 -0.002 0.063
Si 51.669 13.679 20.559 -0.002 0.004 0.056
Si 54.332 16.433 20.605 -0.032 -0.017 0.029
Si 57.055 2.81 20.518 0.026 0.031 0.072
Si 54.298 5.45 20.384 0.025 0.011 0.043
Si 57.03 8.234 20.545 -0.008 0.013 0.046
Si 54.441 10.979 20.514 0.014 -0.007 0.07
Si 57.063 13.674 20.315 -0.028 -0.004 0.014
Si 43.606 16.224 20.309 0.024 0.025 0.055
Si 46.193 2.612 20.176 0.013 -0.02 0.085
Si 43.472 5.277 20.076 0.018 -0.01 0.048
Si 46.107 8.189 20.222 -0.011 0.018 0.052
Si 43.483 10.951 20.073 -0.041 0.002 0.034
Si 46.273 13.602 20.297 0.014 -0.014 0.048
Si 50.524 15.366 21.769 -0.036 -0.128 -0.733
Si 52.651 17.684 21.823 0.232 0.053 -0.673
Si 50.265 4.466 21.612 -0.015 -0.327 -0.701
Si 52.662 6.539 21.644 0.155 0.176 -0.692
Si 50.027 9.255 21.485 0.264 0.312 -0.626
Si 53.299 12.539 21.865 -0.148 -0.082 -0.735
Si 55.551 14.75 21.772 0.013 0.145 -0.66
Si 42.413 17.758 21.59 -0.24 -0.16 -0.756
Si 55.863 4.388 21.784 -0.161 -0.178 -0.756
Si 42.016 6.319 21.516 -0.015 0.257 -0.675
Si 56.117 10.006 21.907 -0.281 -0.33 -0.729
Si 58.391 12.073 21.36 -0.082 0.133 -0.66
Si 45.217 15.15 21.695 -0.219 -0.105 -0.739
Si 47.289 17.518 21.683 0.189 0.075 -0.783
Si 44.554 3.696 21.387 0.061 0.094 -0.801
Si 47.738 7.02 21.368 -0.336 -0.201 -0.625
Si 44.925 9.82 21.431 0.018 -0.186 -0.571
Si 47.282 11.882 21.526 0.039 0.124 -0.684
Si 58.789 10.357 31.839 0.125 0.037 0.161
Si 50.243 14.176 29.033 -0.108 -0.01 0.019
Si 51.693 8.643 25.891 0.128 0.08 -0.101
Si 55.092 7.732 29.253 -0.059 0.051 -0.001
Si 49.485 7.347 31.803 -0.025 0.017 0.098
Si 49.36 14.873 24.636 0.037 0.015 -0.083
Si 59.558 11.557 29.148 0.054 -0.137 0.11
Si 49.444 9.585 24.345 0.058 -0.048 -0.116
Si 53.323 6.338 24.531 -0.035 -0.001 -0.083
Si 45.432 4.336 24.304 0.029 -0.062 -0.048
Si 51.635 18.723 28.412 -0.043 0.012 0.096
Si 54.147 17.746 31.553 -0.038 0.008 0.126
Si 47.411 15.012 28.516 0.14 0.081 0.137
Si 43.258 6.419 24.38 0.02 -0.052 -0.056
Si 41.402 15.844 23.895 0.061 -0.012 -0.261
Si 48.834 17.927 31.558 0.161 0.024 0.029
Si 52.847 11.434 24.77 0.002 -0.025 -0.067
Si 44.246 9.035 24.212 -0.06 0.061 -0.089
Si 47.368 16.599 26.08 -0.061 0.02 -0.124
Si 43.604 13.571 23.878 0.015 -0.06 -0.125
Si 49.291 18.78 26.66 0.025 0.09 -0.031
Si 47.94 12.283 29.384 0.125 0.053 0.11
Si 48.241 6.457 29.446 -0.114 0.002 -0.146
Si 54.537 19.32 28.909 0.014 -0.022 0.095
Si 54.825 15.061 26.448 0.023 0.068 -0.054
Si 53.857 3.389 24.008 0.038 0.037 -0.167
Si 55.59 7.487 26.164 -0.043 0.081 -0.045
Si 54.721 12.92 31.329 -0.078 0.028 0.005
Si 47.145 7.431 26.94 -0.091 0.084 0.066
Si 48.298 3.321 23.853 -0.16 0.064 -0.271
Si 58.104 16.732 29.634 0.073 -0.092 -0.039
Si 57.387 10.792 27.247 -0.035 0.017 -0.083
Si 41.787 17.227 26.521 0.071 0.018 -0.022
Si 47.09 7.633 24.107 0.105 -0.091 -0.119
Si 43.113 13.546 30.481 0.048 -0.093 0.168
Si 46.209 16.797 30.817 -0.084 0.068 0.068
Si 45.588 7.687 29.18 0.013 0.05 -0.038
Si 58.218 19.571 30.918 -0.088 0.039 0.039
Si 44.472 18.56 29.252 -0.037 0.095 0.032
Si 45.867 12.743 31.498 -0.006 0.045 0.105
Si 51.797 14.003 26.27 0.013 -0.018 -0.049
Si 55.364 18.251 26.262 -0.019 -0.079 -0.034
Si 52.43 16.081 29.957 0.083 -0.016 0.059
Si 44.755 18.284 26.203 -0.025 -0.006 0.129
Si 48.055 12.193 24.47 -0.038 -0.034 -0.129
Si 55.377 15.092 29.264 -0.047 0.027 0.184
Si 52.604 9.086 28.82 0.096 -0.033 0.099
Si 58.358 8.1 26.442 0.067 0.07 -0.029
Si 51.566 9.559 31.626 0.102 0.025 0.028
Si 55.028 10.633 29.163 0.032 -0.016 0.073
Si 55.882 5.12 30.535 -0.019 -0.03 0.135
Si 49.208 19.914 29.262 -0.018 0.057 0.11
Si 46.552 10.165 27.88 -0.114 -0.084 -0.068
Si 45.144 11.614 25.635 0.026 0.063 0.03
Si 50.347 15.015 5.43 -0.005 0 0.003
Si 53.053 1.448 5.434 -0.01 0.005 0.001
Si 50.366 4.168 5.388 -0.018 -0.017 0.013
Si 53.037 6.85 5.418 -0.01 -0.01 -0.002
Si 50.316 9.571 5.396 -0.009 0.004 -0.004
Si 53.049 12.321 5.429 0.003 0.023 0.012
Si 55.765 15.027 5.442 -0.002 0 0.003
Si 58.488 1.415 5.455 0 0.009 0.016
Si 55.792 4.144 5.444 0.009 0.016 0.002
Si 42.147 6.809 5.373 -0.003 0.019 0.002
Si 55.754 9.577 5.432 -0.009 0.008 0
Si 58.479 12.286 5.467 0.006 0 0.006
Si 44.884 14.968 5.413 0.003 0.007 0.012
Si 47.626 1.408 5.428 -0.013 -0.002 0.014
Si 44.914 4.106 5.475 0.007 -0.003 0.021
Si 47.688 6.854 5.396 0.001 -0.011 -0.007
Si 44.891 9.552 5.386 -0.01 0.013 0
Si 47.597 12.259 5.414 0 0.012 0.016
Si 51.702 16.384 6.783 0.007 0.002 0
Si 54.427 2.782 6.797 0.001 -0.005 -0.003
Si 51.695 5.499 6.792 0 0.006 -0.006
Si 54.405 8.206 6.782 0.005 -0.006 0
Si 51.687 10.931 6.756 -0.001 -0.005 -0.004
Si 54.408 13.667 6.799 0.002 0.003 -0.003
Si 57.142 16.362 6.807 0.001 -0.007 -0.005
Si 43.517 2.705 6.751 0.008 -0.003 -0.002
Si 40.783 5.43 6.715 -0.003 -0.003 -0.006
Si 59.867 8.228 6.819 0.004 -0.007 -0.006
Si 57.115 10.928 6.811 0.005 -0.004 -0.005
Si 59.858 13.663 6.793 -0.006 0.004 0.001
Si 46.249 16.347 6.755 0.001 -0.003 0
Si 49.008 2.779 6.75 0.012 0.005 -0.015
Si 46.293 5.501 6.762 -0.005 0.001 -0.01
Si 49 8.206 6.787 -0.002 -0.01 0.002
Si 46.241 10.898 6.769 0.007 -0.008 -0.005
Si 48.966 13.638 6.757 -0.009 -0.01 -0.004
Si 50.341 1.418 8.133 -0.011 0.005 0.006
Si 53.057 4.135 8.146 -0.001 0.006 0.002
Si 50.345 6.85 8.153 0.002 0.005 0.007
Si 53.047 9.575 8.13 -0.005 -0.009 -0.007
Si 50.327 12.281 8.119 -0.004 0.005 -0.006
Si 53.055 15.026 8.15 0.008 0.006 0
Si 55.781 1.413 8.152 0.01 0.01 -0.004
Si 42.15 4.078 8.083 0.002 -0.002 -0.004
Si 55.765 6.86 8.159 -0.007 -0.011 -0.003
Si 58.488 9.578 8.17 -0.009 -0.009 -0.002
Si 55.765 12.3 8.16 -0.003 -0.001 0.001
Si 58.495 15.004 8.166 -0.006 -0.008 -0.001
Si 44.879 1.362 8.115 -0.022 -0.019 0.005
Si 47.634 4.119 8.114 -0.002 0.001 -0.008
Si 44.893 6.833 8.097 0.014 0.007 0
Si 47.606 9.544 8.125 -0.011 0 -0.002
Si 44.887 12.253 8.125 0 0.009 0.005
Si 47.61 14.992 8.116 0 0.009 0.005
Si 48.975 16.357 9.467 -0.004 -0.003 -0.002
Si 51.701 2.768 9.501 0.008 -0.009 -0.001
Si 48.983 5.473 9.491 0.005 0.006 -0.007
Si 51.703 8.21 9.501 -0.004 -0.008 0.003
Si 48.97 10.912 9.473 -0.007 -0.011 -0.009
Si 51.691 13.642 9.48 -0.005 0.001 -0.007
Si 54.42 16.376 9.512 0.003 -0.006 -0.002
Si 40.792 2.706 9.44 0.006 -0.003 -0.004
Si 54.411 5.491 9.511 0.005 0.001 0.006
Si 57.128 8.215 9.524 0.007 0.001 0.002
Si 54.405 10.928 9.503 -0.002 0.002 -0.005
Si 57.13 13.651 9.526 0.015 0.003 0.002
Si 43.514 16.311 9.454 0.007 0.006 0.002
Si 46.255 2.74 9.447 0.004 0 -0.012
Si 43.524 5.446 9.428 0.01 0.01 -0.013
Si 46.246 8.179 9.475 -0.012 0.005 -0.003
Si 43.528 10.879 9.472 0.001 -0.008 -0.002
Si 46.25 13.62 9.469 -0.002 -0.008 -0.002
Si 50.334 15.001 10.831 -0.006 0.006 0.003
Si 53.057 1.41 10.865 0.002 0.004 0.004
Si 50.339 4.12 10.859 -0.007 0.003 0.002
Si 53.052 6.848 10.867 0 0.007 0.004
Si 50.33 9.565 10.842 -0.002 0.005 -0.004
Si 53.046 12.29 10.853 0.001 -0.003 -0.003
Si 55.771 15.017 10.879 -0.001 0.001 0.005
Si 42.149 17.666 10.8 0.007 -0.005 0.001
Si 39.432 4.052 10.811 0.001 0.004 0
Si 58.486 6.857 10.888 -0.003 -0.01 0.001
Si 55.762 9.575 10.876 0.001 0.002 -0.003
Si 58.485 12.294 10.893 -0.006 -0.004 0.002
Si 44.876 14.963 10.821 -0.009 0.002 0.008
Si 47.608 1.384 10.819 -0.001 -0.006 0.003
Si 44.884 4.093 10.793 -0.011 0 0
Si 47.611 6.825 10.834 -0.013 -0.009 0.002
Si 44.886 9.527 10.833 0.013 0.004 0.007
Si 47.609 12.263 10.828 0.001 0.007 0
Si 51.696 16.352 12.2 0.001 -0.004 -0.001
Si 54.411 2.769 12.232 0.006 0.001 0.004
Si 51.697 5.481 12.224 0.002 0.008 0.002
Si 54.403 8.209 12.23 0.001 -0.012 0.006
Si 51.686 10.926 12.204 -0.01 -0.006 -0.002
Si 54.404 13.649 12.22 -0.002 -0.003 -0.002
Si 57.119 16.376 12.255 0.005 0.001 0.002
Si 43.518 2.717 12.131 0.01 0.002 -0.005
Si 40.799 5.422 12.149 0.013 0.003 -0.004
Si 59.843 8.217 12.252 0.004 0.016 0.001
Si 57.115 10.935 12.246 0.006 -0.007 0.002
Si 59.836 13.656 12.262 0.008 -0.001 -0.001
Si 46.245 16.331 12.164 -0.001 0.003 0.001
Si 48.972 2.735 12.185 -0.005 0.001 -0.003
Si 46.242 5.447 12.162 0.008 0.006 -0.003
Si 48.976 8.191 12.188 0.006 0.007 -0.007
Si 46.255 10.889 12.179 -0.011 -0.003 0.001
Si 48.976 13.628 12.174 -0.006 -0.006 -0.006
Si 50.337 17.705 13.553 -0.005 -0.009 0.004
Si 53.052 4.122 13.595 0.001 0.001 0.006
Si 50.332 6.848 13.564 -0.009 0 0.005
Si 53.035 9.572 13.576 -0.005 0.009 0.012
Si 50.333 12.292 13.553 -0.01 0.012 0.006
Si 53.047 15.003 13.58 0.006 -0.005 -0.001
Si 55.754 17.736 13.615 -0.005 0.005 0.01
Si 42.151 4.049 13.495 0.007 -0.005 -0.002
Si 55.753 6.836 13.584 0.015 0 0.006
Si 58.471 9.572 13.607 -0.004 -0.005 0.003
Si 55.748 12.298 13.6 -0.001 0.004 -0.001
Si 58.468 15.013 13.626 0.009 -0.006 0.006
Si 44.866 17.684 13.497 -0.015 0.014 0.005
Si 47.595 4.085 13.523 0.001 -0.008 0.01
Si 44.878 6.8 13.512 -0.003 -0.003 0.008
Si 47.625 9.548 13.546 -0.001 -0.008 0.004
Si 44.882 12.236 13.523 0.012 -0.008 0.011
Si 47.614 14.977 13.521 -0.002 0.001 0.007
Si 48.981 16.324 14.888 0 -0.006 0
Si 51.694 2.735 14.929 0.005 -0.002 0.004
Si 48.963 5.449 14.866 -0.004 0.007 -0.013
Si 51.685 8.213 14.943 -0.011 -0.008 -0.002
Si 48.99 10.922 14.905 0.006 -0.005 0.002
Si 51.682 13.645 14.933 -0.008 0.005 -0.001
Si 54.389 16.363 14.96 -0.009 -0.006 0.005
Si 57.096 2.789 14.986 0.012 0.001 0.005
Si 54.407 5.483 14.967 -0.004 -0.004 0.008
Si 57.1 8.196 14.941 -0.001 0 -0.002
Si 54.371 10.943 14.947 0.004 -0.003 0.003
Si 57.09 13.658 14.983 -0.002 0.002 0.005
Si 43.515 16.303 14.84 -0.002 -0.004 -0.001
Si 46.224 2.712 14.862 0.001 -0.006 -0.002
Si 43.507 5.414 14.834 0.001 0 -0.001
Si 46.245 8.168 14.858 0.005 0.005 -0.002
Si 43.499 10.873 14.858 0.01 -0.002 0
Si 46.263 13.597 14.861 -0.004 -0.001 -0.001
O 63.492 19.518 32.186 0.084 -0.213 -0.512
O 58.748 7.15 23.166 0.083 0.12 0.342
O 60.942 7.042 24.574 -0.013 -0.559 -0.168
O 4.197 10.149 25.412 0.377 -0.335 -0.033
O 6.533 3.462 22.773 0.078 -0.154 0.188
O 65.111 8.14 22.159 0.163 0.003 0.343
O 7.272 10.772 32.32 0.383 -0.091 -0.005
O 8.229 10.969 22.155 -0.207 0.001 0.351
O 5.471 13.685 22.281 -0.116 0.132 0.464
O 6.661 17.148 32.182 0.476 0.174 -0.493
O 65.664 4.976 29.771 0.026 -0.518 0.177
O 66.263 14.483 23.102 -0.489 -0.258 -0.148
O 63.204 6.428 22.702 -0.576 0.293 0.371
O 65.636 10.041 30.274 -0.168 0.152 -0.547
O 65.279 12.539 33.147 -0.168 -0.137 -0.565
O 60.484 9.08 22.901 0.074 0.418 0.226
O 9.707 19.545 32.074 0.213 0.169 -0.107
O 66.927 9.92 25.851 -0.344 -0.507 0.446
O 9.359 8.377 31.882 -0.174 -0.183 0.026
O 7.257 5.109 32.249 0.039 -0.404 0.016
O 4.763 19.035 32.284 0.416 0.249 -0.477
O 65.127 14.437 25.469 0.186 0.254 -0.232
O 11.863 11.458 32.257 -0.402 -0.116 -0.422
O 56.468 15.326 23.006 0.388 0.262 -0.133
O 65.231 17.923 33.196 0.006 -0.005 -0.222
O 63.225 12.622 23.486 0.422 0.452 0.241
O 5.492 12.375 33.254 -0.15 -0.204 -0.298
O 64.387 8.576 32.156 0.532 -0.381 0.078
O 60.529 5.724 29.091 -0.239 0.141 0.422
O 8.304 5.763 29.873 0.684 -0.142 0.206
O 4.366 18.294 23.066 -0.077 0.055 0.539
O 4.606 4.334 24.297 -0.194 -0.014 0.093
O 57.741 16.116 25.282 0.03 -0.249 0.205
O 12.476 4.717 32.492 -0.387 -0.45 0.125
O 67.013 6.127 27.83 -0.411 0.512 -0.115
O 6.07 16.652 27.902 0.531 -0.015 -0.491
O 7.877 19.66 30.328 -0.487 -0.534 -0.21
O 61.034 8.379 28.861 -0.285 0.128 0.247
O 8.258 15.189 33.053 -0.132 0.122 -0.559
O 63.091 8.311 25.32 0.361 -0.095 -0.133
O 3.156 10.656 27.797 0.212 -0.287 0.252
O 60.92 14.171 31.614 0.053 -0.247 0.379
O 4.119 9.012 32.463 -0.456 0.559 -0.091
O 8.444 10.096 30.169 0.057 0.317 -0.636
O 6.287 11.585 24.75 0.241 0.263 -0.513
O 9.501 17.59 30.21 -0.32 -0.317 0.515
O 2.642 5.337 22.117 -0.239 0.098 0.251
O 4.193 16.59 31.626 -0.126 -0.055 0.537
O 66.386 12.281 24.641 0.092 0.131 0.112
O 6.88 9.022 23.248 -0.315 -0.017 0.212
O 56.623 16.135 29.32 -0.169 0.056 -0.136
O 6.564 13.933 27.998 0.57 0.06 -0.347
O 67.394 11.963 29.841 -0.156 0.517 0.044
O 62.481 16.354 22.228 0.025 -0.084 0.307
O 67.106 10.885 32.261 0.371 -0.389 -0.149
O 56.728 18.486 25.441 -0.161 0.679 -0.177
O 58.727 11.561 27.744 0.105 0.472 -0.535
O 64.557 10.476 25.317 -0.105 0.245 0.128
O 65.363 4.093 27.303 -0.304 0.454 -0.273
O 8.029 6.444 27.245 0.331 -0.292 0.102
O 63.753 5.674 31.361 -0.375 0.258 0.359
O 2.405 13.187 27.548 -0.8 -0.023 -0.081
O 2.808 4.355 32.994 0.093 -0.114 -0.391
O 11.027 12.628 30.03 0.089 -0.461 -0.217
O 6.51 7.425 29.007 -0.018 0.314 0.116
O 62.283 10.772 22.08 -0.073 -0.014 0.406
O 10.106 15.044 29.632 -0.073 -0.017 0.462
O 4.028 11.786 23.307 -0.201 -0.265 0.292
O 61.93 16.45 32.284 0.233 0.39 -0.375
O 61.367 17.417 27.211 -0.01 -0.246 -0.186
O 58.53 13.542 32.074 -0.052 -0.244 -0.207
O 5.543 18.189 29.966 0.315 0.24 0.087
O 57.002 5.484 22.222 0.039 0.042 0.268
O 11.139 17.84 33.252 -0.031 -0.037 -0.425
O 4.345 6.794 23.373 0.184 0.406 0.21
O 66.391 18.002 27.364 -0.048 -0.638 -0.211
O 3.999 14.025 32.024 -0.296 -0.267 -0.305
O 2.593 15.128 30.094 -0.035 -0.619 -0.686
O 66.764 16.204 32.128 0.037 -0.194 0.032
O 55.733 14.404 25.276 -0.272 -0.369 -0.347
O 6.093 18.618 25.044 0.013 -0.45 0.063
O 62.732 15.122 30.067 -0.165 -0.388 -0.267
O 63.635 16.907 28.482 0.328 0.568 0.37
O 59.877 2.859 22.124 0.21 0.171 0.203
O 4.37 7.417 30.399 -0.316 -0.337 0.453
O 55.631 9.21 29.676 0.611 -0.039 0.397
O 60.74 12.927 24.661 -0.308 -0.174 0.353
O 6.066 19.261 27.567 -0.179 0.509 0.183
O 26.56 4.872 30.578 0.36 0.512 0.609
O 26.684 18.709 30.01 -0.16 -0.577 -0.159
O 4.328 6.093 28.126 0.336 -0.291 0.009
O 62.191 3.943 29.987 0.564 -0.1 -0.384
O 2.987 9.59 30.281 -0.153 -0.129 -0.547
O 30.051 16.305 22.059 -0.053 -0.078 0.23
O 61.879 6.743 27.083 0.563 -0.358 0.408
O 13.675 9.756 33.116 -0.203 0.059 -0.298
O 62.888 9.815 27.43 0.085 0.273 0.235
O 55.454 12.449 32.679 0.189 0.459 0.246
O 63.464 14.294 32.391 0.133 0.004 -0.16
O 10.009 13.189 27.678 -0.522 -0.071 0.265
O 48.297 16.083 24.852 -0.114 0.118 -0.544
O 59.484 12.645 22.413 0.477 -0.199 -0.12
O 35.321 4.215 33.159 0.022 -0.084 -0.506
O 61.632 4.414 23.144 -0.147 -0.015 0.622
O 6.574 11.368 27.413 -0.297 -0.374 0.309
O 12.266 14.316 28.341 0.056 0.029 -0.647
O 5.599 6.997 33.173 -0.052 0.022 -0.297
O 9.21 7.957 29.118 0.493 -0.163 -0.543
O 56.928 10.966 25.685 0.169 0.497 -0.16
O 64.407 17.878 23.133 0.242 -0.259 0.579
O 66.409 10.035 23.334 0.38 -0.022 0.157
O 58.985 15.57 30.361 0.173 0.106 -0.075
O 58.253 17.774 23.407 0.045 -0.304 0.259
O 67.077 17.618 29.856 0.008 0.397 0.362
O 5.687 6.456 25.635 0.001 0.45 0.049
O 7.568 9.564 25.782 -0.265 -0.444 0.503
O 59.157 8.787 25.203 -0.03 0.572 -0.075
O 9.411 9.128 23.977 -0.045 0.709 -0.324
O 5.782 5.124 30.074 -0.381 -0.335 -0.034
O 42.999 6.549 22.788 0.223 -0.042 0.174
O 6.862 12.073 29.956 0.167 0.446 0.353
O 66.469 3.176 22.641 0.4 -0.053 0.083
O 3.182 5.985 25.687 -0.377 -0.429 -0.015
O 11.046 6.851 33.095 0.001 -0.105 -0.165
O 44.977 18.831 27.73 0.211 0.21 -0.069
O 61.068 10.965 28.988 0.366 0.381 0.14
O 33.622 15.602 28.55 0.316 0.041 0.581
O 4.271 14.991 27.164 -0.078 0.424 0.109
O 2.421 14.526 25.272 0.241 0.405 -0.233
O 4.262 12.766 25.77 0.001 0.174 0.316
O 14.716 19.691 32.294 0.145 0.122 -0.489
O 13.67 6.348 24.517 -0.514 0.117 0.121
O 11.337 7.928 25.303 -0.109 -0.265 0.201
O 23.292 9.141 23.414 -0.575 0.116 0.313
O 22.838 3.636 22.974 0.029 -0.033 0.31
O 16.2 7.857 21.952 -0.051 0.128 0.142
O 27.761 8.713 27.614 -0.404 0.257 -0.121
O 24.67 10.918 22.151 -0.07 0.102 0.274
O 21.828 13.582 22.388 -0.151 0.099 0.268
O 22.741 16.597 32.24 -0.078 -0.21 -0.258
O 19.308 3.785 29.64 -0.38 0.021 0.265
O 16.992 15.129 23.32 -0.15 -0.275 0.191
O 14.568 5.692 22.237 -0.023 -0.202 -0.281
O 17.886 8.131 30.715 -0.016 -0.062 -0.838
O 16.372 12.357 33.19 -0.199 0.001 -0.122
O 11.834 9.023 22.954 0.232 -0.052 0.466
O 59.292 7.13 27.307 -0.237 -0.519 -0.043
O 22.596 12.884 30.035 0.345 -0.356 0.446
O 25.752 9.355 32.774 -0.277 -0.111 -0.213
O 23.318 5.026 32.229 0.295 -0.537 0.121
O 20.232 16.637 31.33 -0.04 -0.346 0.061
O 16.102 13.512 25.204 0.213 -0.119 0.311
O 28.164 10.913 32.141 0.089 0.385 -0.161
O 7.009 15.615 23.142 -0.485 -0.082 0.588
O 16.309 17.862 33.24 -0.072 0.081 -0.482
O 15.382 12.606 22.877 0.538 0.198 0.124
O 36.792 3.963 24.798 -0.063 0.265 0.054
O 15.733 8.527 32.168 0.094 -0.332 -0.369
O 12.527 5.332 28.796 -0.474 0.267 -0.455
O 17.367 12.458 29.642 -0.333 0.206 0.236
O 23.873 6.326 30.038 -0.176 0.505 0.394
O 19.064 16.422 22.362 0.075 0.036 0.493
O 20.662 4.345 24.305 -0.492 -0.179 -0.119
O 8.588 16.374 25.183 -0.28 -0.468 0.249
O 28.897 5.159 32.297 -0.125 0.238 -0.384
O 19.354 8.198 27.358 0.223 0.308 0.288
O 22.408 16.733 27.839 0.516 0.028 -0.361
O 24.244 20.025 30.208 -0.245 -0.326 -0.295
O 13.156 7.75 29.647 0.357 -0.081 0.079
O 24.488 14.732 33.082 0.065 -0.006 -0.44
O 16.404 10.083 30.082 -0.336 0.006 -0.232
O 13.733 7.772 26.571 -0.162 -0.038 0.507
O 18.181 10.487 28.047 0.361 0.386 0.306
O 12.288 14.008 31.874 -0.099 0.067 0.28
O 19.767 8.128 32.444 0.04 0.414 -0.421
O 27.779 9.104 30.208 0.226 -0.386 0.438
O 19.889 10.477 25.977 0.257 -0.066 -0.078
O 29.247 16.113 26.689 -0.246 -0.148 -0.5
O 15.837 6.259 26.011 0.392 -0.106 -0.241
O 15.085 6.305 28.522 0.201 0.493 -0.197
O 18.89 5.371 22.091 0.096 -0.148 0.455
O 17.099 3.712 22.977 0.017 0.046 0.333
O 21.269 15.037 29.491 -0.186 0.347 0.103
O 15.84 10.948 24.89 -0.114 0.136 0.648
O 24.158 7.251 25.071 0.186 -0.231 -0.091
O 9.076 16.533 27.775 -0.417 -0.465 0.118
O 20.481 15.234 26.92 -0.084 0.254 -0.245
O 19.946 12.815 29.797 0.034 -0.678 -0.02
O 24.842 14.008 29.273 -0.095 -0.149 0.669
O 12.006 14.498 23.127 0.408 -0.239 0.521
O 13.682 16.292 22.237 0.094 0.09 0.218
O 17.75 10.286 32.318 0.65 0.014 -0.02
O 8.38 18.657 26.433 0.336 0.199 0.043
O 11.168 11.712 25.728 -0.125 -0.343 -0.344
O 15.421 8.385 24.572 -0.071 -0.123 -0.461
O 21.198 18.764 32.462 0.151 0.224 -0.271
O 15.916 4.074 27.461 -0.415 -0.154 0.09
O 23.558 6.911 27.539 -0.602 0.179 0.114
O 14.214 5.559 30.797 0.612 0.43 0.078
O 18.517 13.684 27.734 -0.516 -0.017 -0.358
O 19.271 20.488 33.209 -0.032 0.079 -0.356
O 25.888 10.823 30.705 -0.262 0.323 -0.848
O 17.837 6.217 32.469 -0.336 0.077 -0.346
O 13.574 10.817 22.134 0.185 -0.036 0.241
O 46.502 15.812 29.581 -0.124 -0.202 -0.259
O 13.443 10.364 29.406 0.034 -0.066 0.418
O 13.155 16.34 32.522 0.424 0.442 -0.382
O 10.788 17.656 26.142 0.347 0.272 -0.641
O 9.869 13.21 32.334 -0.462 -0.403 -0.276
O 22.181 18.035 30.143 0.557 0.071 0.126
O 8.242 5.393 22.157 -0.101 0.036 0.419
O 9.515 15.146 23.005 -0.179 -0.017 -0.738
O 27.452 17.642 33.01 0.052 0.065 -0.224
O 35.638 11.992 30.561 0.245 0.097 0.26
O 20.53 6.821 23.385 0.088 0.472 0.252
O 15.641 17.73 27.464 -0.18 0.127 0.347
O 42.042 5.56 24.995 0.102 -0.796 0.133
O 20.862 13.987 31.925 -0.151 0.164 -0.362
O 18.445 14.964 30.031 -0.231 -0.023 0.044
O 17.872 16.136 32.199 -0.207 -0.408 -0.231
O 50.835 19.852 29.278 0.504 0.319 0.382
O 22.352 18.879 25.257 -0.042 -0.419 0.148
O 13.831 15.397 30.202 0.262 0.448 -0.065
O 17.554 9.215 25.84 0.028 -0.336 0.276
O 14.706 15.195 27.774 0.177 -0.289 0.097
O 10.802 19.081 22.136 0.112 0.115 0.261
O 19.714 6.203 30.637 0.157 0.02 0.082
O 10.309 14.024 25.188 -0.118 0.556 0.233
O 11.103 9.373 30.193 0.16 0.255 0.246
O 8.593 12.048 25.827 0.037 0.036 -0.208
O 22.585 19.351 27.825 0.118 0.308 0.267
O 14.253 12.982 29.347 0.298 -0.069 0.58
O 64.238 4.127 23.406 0.127 0.285 -0.021
O 38.332 14.351 27.856 0.477 0.072 -0.31
O 20.215 5.787 28.129 0.242 -0.212 -0.148
O 12.965 19.6 30.32 0.25 -0.585 0.098
O 23.75 4.688 26.067 0.516 -0.082 -0.292
O 20.808 18.269 23.161 0.176 -0.084 0.34
O 11.824 9.041 27.723 -0.757 -0.121 -0.143
O 29.392 13.914 30.095 -0.218 0.136 -0.434
O 15.616 11.226 28.007 0.051 -0.073 -0.575
O 22.769 14.086 27.639 0.063 0.084 -0.792
O 14.834 14.28 32.347 0.069 0.109 -0.446
O 26.24 13.509 27.339 -0.015 -0.445 0.424
O 13.173 11.856 27.313 -0.359 0.369 0.121
O 10.149 12.608 22.962 0.266 -0.357 0.41
O 18.153 15.143 25.638 0.253 0.33 -0.224
O 12.427 4.491 23.083 -0.213 0.14 0.483
O 23.761 11.766 27.869 -0.174 -0.381 0.47
O 2.679 16.421 22.248 -0.138 -0.015 0.443
O 21.814 6.835 33.278 0.185 0.112 -0.123
O 23.683 10.761 32.375 -0.289 -0.159 -0.651
O 28.662 17.815 28.573 0.755 -0.24 0.225
O 15.474 17.995 23.131 0.173 -0.342 0.43
O 17.439 9.633 23.268 0.339 0.527 0.05
O 12.981 9.952 25.489 0.466 -0.143 -0.363
O 8.784 17.597 22.873 -0.169 0.319 0.527
O 18.272 17.636 29.963 -0.644 0.195 0.297
O 21.798 6.366 25.634 0.006 0.435 -0.021
O 23.803 9.782 25.972 -0.041 -0.233 0.379
O 17.985 18.891 27.648 0.192 -0.153 -0.459
O 25.778 9.165 24.352 0.127 0.605 0.164
O 21.766 4.719 30.041 -0.159 -0.177 0.145
O 20.301 18.088 28.329 -0.12 0.007 -0.566
O 36.043 15.695 27.293 0.382 0.33 -0.233
O 19.25 6.141 25.68 -0.51 -0.133 -0.081
O 27.227 7.027 33.17 0.017 -0.109 -0.391
O 33.9 15.301 25.914 0.348 -0.105 -0.113
O 47.043 4.158 24.467 0.175 0.37 0.465
O 10.295 6.892 23.008 -0.015 -0.227 0.072
O 19.85 13.089 25.558 -0.093 0.11 -0.328
O 39.927 8.62 28.719 0.199 0.601 0.137
O 42.595 5.567 30.972 -0.275 0.226 -0.186
O 33.031 18.544 25.03 0.302 -0.256 -0.165
O 28.861 4.368 23.127 -0.451 -0.008 0.644
O 28.108 8.193 25.108 0.336 -0.438 -0.186
O 39.38 8.9 23.003 -0.101 0.155 0.303
O 38.741 3.917 22.929 -0.14 0.089 0.007
O 32.5 7.913 21.944 -0.214 -0.066 0.265
O 39.36 10.995 32.061 -0.446 0.342 -0.381
O 40.981 10.82 22.171 -0.038 -0.063 0.498
O 38.294 13.722 22.151 0.09 0.103 0.2
O 39.321 16.789 32.296 -0.268 0.302 -0.111
O 32.718 7.082 30.175 -0.259 0.41 -0.32
O 33.411 14.987 23.336 -0.292 0.068 0.108
O 30.795 5.892 22.374 -0.432 -0.148 -0.011
O 35.42 9.497 30.251 0.173 0.286 -0.558
O 32.743 12.295 33.192 -0.093 -0.13 -0.211
O 27.909 9.247 22.783 0.169 0.177 0.305
O 42.078 19.59 32.112 -0.207 0.082 -0.223
O 37.697 8.082 30.057 -0.173 -0.067 -0.144
O 43.041 7.819 32.221 0.159 0.071 -0.128
O 39.472 4.911 32.017 0.28 -0.513 -0.157
O 36.505 18.857 29.338 -0.697 -0.2 -0.045
O 29.984 12.436 25.165 -0.475 0.479 -0.018
O 45.014 11.682 32.383 -0.504 -0.143 -0.235
O 23.386 15.534 23.111 -0.346 0.065 0.428
O 32.6 17.835 33.209 0.12 -0.01 -0.398
O 31.357 12.741 22.909 -0.136 0.685 -0.028
O 37.897 12.592 33.25 -0.063 0.032 -0.509
O 33.642 8.373 28.208 -0.26 -0.046 0.047
O 11.511 17.02 28.583 0.616 0.099 0.352
O 40.833 3.978 29.952 -0.151 -0.459 -0.271
O 38.191 4.437 29.651 -0.442 0.068 0.034
O 35.363 16.423 22.294 0.22 -0.126 0.198
O 37.629 8.379 24.825 -0.27 0.729 -0.089
O 24.96 16.322 25.058 0.007 -0.113 0.231
O 46.508 4.296 33.181 -0.028 -0.101 -0.277
O 34.446 4.616 25.906 -0.048 -0.022 -0.669
O 40.506 11.529 27.696 0.454 0.049 -0.162
O 53.466 7.819 29.385 -0.357 -0.611 0.057
O 25.609 8.048 28.993 -0.389 0.555 0.229
O 40.937 15.037 33.141 -0.077 0.172 -0.412
O 33.185 10.974 30.438 -0.292 -0.06 0
O 30.128 7.718 26.749 0.014 -0.121 0.5
O 35.018 10.681 27.942 -0.01 0.336 0.53
O 32.631 13.237 29.171 0.478 -0.061 0.188
O 36.122 8.047 32.192 -0.535 0.211 -0.239
O 46.363 9.624 33.197 0.153 0.052 -0.23
O 36.964 12.11 23.508 -0.353 -0.207 0.287
O 48.616 19.15 32.574 0.133 0.388 0.066
O 32.153 5.966 26.334 -0.14 -0.114 -0.234
O 34.206 17.655 27.121 0.502 0.275 -0.033
O 35.487 5.39 22.119 -0.031 0.047 0.372
O 31.288 3.917 24.062 -0.171 -0.134 0.294
O 35.084 14.495 30.406 -0.38 -0.154 -0.067
O 31.801 10.688 24.469 -0.089 -0.259 0.048
O 39.646 6.678 24.44 0.055 -0.333 -0.009
O 24.975 15.975 27.571 -0.592 0.035 0.163
O 37.632 6.894 22.739 0.093 -0.224 0.113
O 37.553 13.692 30.259 -0.016 -0.252 0.382
O 42.613 14.993 30 0.139 0.166 -0.184
O 28.437 14.492 22.943 0.378 -0.199 0.487
O 31.907 18.021 22.795 0.396 -0.328 0.367
O 34.655 10.559 32.525 0.482 -0.215 -0.171
O 24.652 18.507 26.498 0.471 0.09 -0.04
O 26.809 13.935 24.947 0.07 0.485 0.18
O 31.888 8.072 24.779 0.003 -0.123 -0.289
O 36.954 18.91 32.046 0.401 0.202 -0.102
O 32.602 3.506 27.31 -0.461 0.019 0.396
O 38.809 11.838 25.556 0.4 0.115 -0.344
O 27.89 4.093 28.429 0.027 0.13 -0.872
O 35.98 13.27 28.206 -0.557 -0.52 -0.013
O 41.058 10.656 30.18 0.427 -0.197 -0.351
O 46.711 13.804 32.43 -0.151 0.3 -0.219
O 39.953 8.54 31.317 0.099 -0.291 0.1
O 29.827 10.847 22.006 0.047 0.081 0.525
O 41.25 17.216 30.393 0.294 0.279 0.319
O 37.097 18.207 23.161 0.056 0.147 0.33
O 29.305 15.908 31.972 0.066 0.274 -0.228
O 55.71 9.767 23.474 -0.189 -0.31 0.235
O 25.82 12.278 32.762 0.124 0.171 -0.025
O 36.49 16.647 30.849 0.292 -0.156 -0.2
O 24.616 5.42 22.234 -0.063 0.069 0.252
O 25.903 15.101 22.85 0.087 0.092 -0.627
O 43.61 17.811 33.141 -0.221 -0.165 -0.418
O 33.392 5.731 32.32 0.257 -0.14 -0.225
O 36.301 14.703 32.695 0.249 0.024 -0.091
O 31.547 17.446 26.938 -0.192 0.123 0.178
O 39.865 4.643 26.128 -0.017 0.33 0.282
O 47.174 9.065 26.846 0.05 0.396 -0.564
O 46.007 17.379 25.683 0.093 -0.333 -0.186
O 34.243 16.207 32.174 -0.266 0.15 -0.542
O 26.953 17.296 26.589 0.059 0.357 -0.628
O 38.913 18.748 25.047 0.168 -0.672 0.078
O 49.473 12.829 29.603 0.361 -0.228 0.519
O 33.656 9.622 25.965 0.617 0.158 -0.05
O 45.507 11.21 27.178 -0.098 0.256 0.361
O 27.195 19.023 22.124 -0.238 0.042 0.283
O 33.837 5.684 28.244 0.537 -0.198 0.114
O 31.292 14.91 27.676 -0.169 -0.618 0.091
O 53.25 14.718 26.312 -0.05 0.105 -0.081
O 38.688 18.042 30.259 0.184 0.277 -0.499
O 55.528 14.055 30.501 0.693 0.045 0.147
O 45.721 18.253 30.248 0.029 0.612 0.051
O 64.188 14.385 27.975 0.349 -0.402 0.132
O 36.293 11.103 25.726 -0.639 -0.214 -0.451
O 39.983 13.069 29.643 0.095 0.302 0.138
O 55.368 7.256 27.737 -0.008 -0.425 -0.068
O 53.046 18.608 23.121 -0.246 0.048 0.318
O 53.331 13.54 31.915 -0.354 0.158 -0.64
O 4.573 12.474 28.867 0.108 0.267 0.05
O 65.817 19.058 25.063 0.398 0.033 0.192
O 32.432 10.794 27.989 -0.209 -0.069 -0.457
O 57.386 10.739 32.552 -0.091 -0.112 -0.331
O 30.899 13.882 32.27 -0.079 -0.29 -0.354
O 42.528 12.523 29.352 0.286 -0.028 -0.322
O 58.752 10.679 30.26 -0.303 -0.005 -0.382
O 26.632 12.565 22.748 0.09 -0.312 0.051
O 5.697 9.764 30.466 -0.04 0.004 -0.254
O 46.574 11.802 24.931 -0.107 0.098 -0.373
O 37.873 10.761 27.747 -0.03 0.007 0.526
O 49.02 15.224 28.74 0.192 0.417 0.086
O 38.109 6.836 33.167 0.089 -0.017 -0.328
O 48.502 4.91 29.846 -0.136 -0.152 0.368
O 24.886 12.132 25.542 -0.099 0.219 -0.626
O 27.523 11.685 25.99 -0.312 -0.358 -0.303
O 33.833 9.435 23.386 0.323 0.047 0.443
O 44.241 12.926 25.238 -0.116 0.298 0.552
O 25.133 17.546 22.788 -0.197 0.362 0.406
O 16.663 18.939 25.347 0.222 -0.428 -0.029
O 40.899 7.069 26.72 0.454 -0.014 0.454
O 57.243 4.317 30.195 0.293 0.084 -0.569
O 53.012 4.745 24.358 -0.335 -0.056 0.235
O 44.682 3.195 25.166 -0.579 -0.161 0.061
O 59.578 13.092 29.648 0.011 0.236 -0.685
O 36.578 4.372 27.452 0.005 0.393 0.2
O 54.226 19.007 25.406 -0.277 0.093 0.371
O 33.654 3.689 22.931 0.266 -0.084 0.273
O 36.29 6.366 25.793 -0.444 0.269 -0.303
O 44.899 6.005 32.153 0.376 0.216 -0.178
O 36.279 8.752 27 -0.171 -0.007 0.411
O 46.797 6.956 29.984 0.056 -0.397 0.529
O 26.597 7.015 23.118 0.01 -0.348 0.359
O 36.911 13.67 25.723 -0.256 0.495 -0.364
O 48.315 6.794 27.869 0.405 -0.141 -0.237
O 32.562 13.191 25.108 0.325 -0.169 0.073
O 20.505 11.619 23.566 -0.108 -0.252 0.128
O 49.389 7.296 30.203 0.297 0.298 -0.342
O 45.708 7.094 27.655 -0.429 -0.419 -0.378
O 63.012 5.609 25.129 0.394 -0.214 0.451
O 55.174 3.809 23.147 0.326 -0.236 0.376
O 48.999 8.008 21.621 -0.009 -0.198 -0.08
O 53.843 15.65 29.275 -0.081 0.15 -0.274
O 57.325 11.088 22.102 -0.06 0.125 0.463
O 54.433 13.66 22.32 0.051 0.081 0.211
O 55.385 17.051 32.311 0.055 0.099 -0.237
O 7.335 4.528 25.698 0.4 -0.174 -0.223
O 49.73 14.805 23.07 -0.508 -0.131 0.124
O 47.23 6.603 22.871 -0.067 -0.375 0.276
O 48.99 12.479 33.071 -0.013 0.179 -0.604
O 30.686 11.629 29.789 -0.035 -0.357 0.524
O 43.93 9.376 22.659 -0.49 0.14 -0.234
O 59.711 19.929 30.486 0.415 -0.235 0.513
O 60.325 19.602 28.011 -0.139 0.283 -0.341
O 58.856 8.761 32.11 -0.143 -0.358 -0.573
O 55.68 5.006 32.134 0.213 -0.577 0.098
O 52.925 16.685 31.386 -0.183 0.053 0.293
O 48.584 13.551 25.135 -0.127 -0.036 0.679
O 60.131 11.096 32.451 0.177 0.297 -0.385
O 40.084 15.328 23.115 -0.389 0.033 0.352
O 51.737 17.281 29.129 -0.433 -0.168 -0.272
O 48.022 12.406 22.871 0.569 0.37 0.09
O 48.08 7.824 32.415 -0.505 0.006 -0.221
O 54.606 11.636 30.357 -0.409 -0.037 -0.159
O 58.098 19.767 32.514 -0.641 0.134 -0.005
O 54.754 4.446 29.591 -0.349 0.253 -0.14
O 55.865 6.694 30.204 0.446 0.355 0.245
O 51.613 16.492 22.298 0.137 0.055 0.292
O 48.071 8.885 23.931 -0.408 0.325 0.076
O 41.036 16.421 25.345 -0.608 -0.04 0.264
O 61.528 4.929 32.367 -0.073 -0.075 -0.459
O 62.069 10.81 25.155 -0.482 -0.028 0.136
O 54.985 16.682 26.427 -0.332 0.002 -0.083
O 15.618 16.042 25.469 -0.115 0.341 -0.507
O 41.58 9.862 32.765 -0.142 0.29 0.27
O 57.124 15.308 33.208 -0.177 0.192 -0.249
O 49.89 5.911 32.4 -0.211 -0.443 -0.18
O 45.659 8.308 24.162 -0.019 0.031 -0.069
O 53.638 10.275 28.401 -0.107 0.583 -0.368
O 45.164 16.211 31.912 -0.363 -0.608 -0.354
O 53.005 9.2 32.279 0.321 0.053 -0.412
O 10.485 19.952 29.539 -0.296 0.487 -0.185
O 57.88 18.03 30.573 -0.15 -0.037 0.352
O 47.352 6.828 25.476 0.254 -0.577 0.008
O 47.053 11.969 30.704 0.002 -0.642 0.023
O 51.413 5.548 22.057 -0.007 0.047 0.241
O 44.755 14.367 23.054 0.235 0.182 0.491
O 51.112 13.79 27.722 0.307 -0.363 -0.07
O 49.121 11.061 24.895 0.213 0.086 0.62
O 22.182 11.787 25.658 0.049 0.269 0.003
O 41.628 16.365 27.887 -0.372 -0.486 -0.114
O 62.915 13.172 26.032 0.119 -0.381 0.547
O 31.486 15.429 30.253 0.42 0.569 0.033
O 62.406 9.823 33.143 -0.125 -0.153 -0.522
O 59.271 18.223 25.912 0.145 0.382 -0.307
O 46.246 16.342 22.174 0.041 -0.156 0.643
O 54.646 18.237 30.104 0.388 -0.141 -0.319
O 41.037 18.655 26.663 0.437 0.497 0.113
O 42.957 12.414 22.941 0.109 -0.218 0.194
O 14.751 3.956 24.199 -0.341 0.011 0.601
O 53.606 19.015 32.365 0.291 0.391 -0.471
O 48.754 3.575 27.705 -0.402 0.509 -0.163
O 57.743 9.219 27.428 -0.108 0.005 0.716
O 39.791 6.383 29.895 0.251 0.138 -0.301
O 55.442 14.412 27.802 0.054 -0.721 -0.127
O 51.744 4.287 33.213 0.094 -0.107 -0.403
O 50.119 17.071 32.062 0.217 -0.232 -0.165
O 58.935 17.271 28.333 0.099 -0.339 -0.363
O 46.09 10.843 21.997 -0.091 0.094 0.474
O 44.283 10.373 25.075 -0.208 0.162 0.259
O 54.435 11.455 25.096 0.104 0.498 0.145
O 29.252 19.602 30.454 0.273 -0.347 -0.072
O 47.118 13.442 28.627 -0.425 -0.055 -0.371
O 42.502 13.279 31.975 0.092 -0.209 -0.072
O 3.757 17.921 28.058 -0.19 -0.438 -0.307
O 40.773 5.362 22.014 -0.203 -0.092 0.461
O 42.438 14.639 24.172 -0.184 -0.142 0.451
O 59.947 17.978 33.157 0.062 -0.159 -0.554
O 52.687 11.797 23.189 -0.422 -0.352 -0.077
O 53.344 7.018 23.053 0.498 0.297 0.173
O 48.339 17.522 26.968 -0.017 -0.148 0.579
O 48.831 18.555 30.071 -0.319 -0.113 -0.312
O 51.605 15.108 33.093 -0.118 -0.02 -0.157
O 54.759 6.454 25.256 0.442 -0.52 0.032
O 44.226 7.339 29.941 -0.45 0.248 -0.279
O 43.356 17.463 26.162 0.069 -0.119 -0.356
O 31.41 15.551 25.119 -0.282 0.26 -0.551
O 47.577 16.935 31.657 -0.141 -0.597 0.169
O 50.134 8.682 25.479 -0.346 -0.402 0.376
O 17.659 6.13 27.819 -0.128 0.18 0.108
O 43.454 18.954 21.969 -0.093 -0.03 0.291
O 52.284 7.211 25.412 -0.441 -0.261 0.483
O 49.174 19.168 25.116 0.557 -0.19 -0.195
O 29.522 10.173 26.391 0.658 -0.053 0.083
O 63.128 9.442 29.972 -0.166 0.214 0.271
O 55.57 18.927 27.728 0.587 0.075 -0.043
O 44.686 5.722 24.731 0.354 0.274 0.409
O 21.837 12.187 33.352 -0.008 -0.02 -0.187
O 52.347 9.939 25.154 -0.072 -0.051 0.013
O 45.792 9.303 29.045 -0.407 0.2 0.294
O 28.058 11.694 29.645 -0.248 0.247 -0.486
O 65.306 15.621 30.039 -0.118 -0.289 0.349
O 30.689 19.531 32.563 -0.237 -0.218 -0.078
O 5.148 15.071 29.768 0.37 -0.127 0.235
O 39.395 15.536 29.945 0.247 -0.168 -0.063
O 30.054 6.079 24.816 -0.601 0.21 0.236
O 39.747 9.475 26.317 0.089 -0.104 -0.586
O 43.503 19.736 29.807 -0.127 0.376 -0.215
O 29.415 12.579 27.681 -0.108 0.521 -0.009
O 47.841 10.952 28.477 0.38 -0.206 0.035
O 38.636 19.147 27.62 -0.076 -0.619 0.149
O 58.236 13.825 24.329 -0.015 -0.372 0.168
O 45.231 4.289 22.715 0.462 0.521 0.077
O 38.397 7.274 27.08 -0.115 -0.699 0.493
O 13.308 17.06 26.554 -0.255 -0.199 -0.271
O 54.452 7.09 33.053 0.149 -0.157 -0.541
O 65.084 7.492 30.024 0.237 0.002 -0.587
O 27.883 6.677 29.23 0.48 -0.091 0.105
O 47.759 18.366 22.997 0.253 0.004 0.219
O 50.373 9.715 23.015 0.625 0.181 0.08
O 56.139 11.26 28.178 -0.016 0.613 -0.181
O 42.029 17.039 23.001 0.291 -0.009 0.202
O 66.27 6.109 32.079 0.19 0.142 -0.158
O 55.149 9.019 25.859 -0.194 0.201 0.413
O 52.02 12.543 25.601 -0.326 -0.122 0.225
O 50.845 18.494 27.014 0.164 -0.308 -0.477
O 50.932 10.937 32.177 -0.201 0.431 -0.552
O 31.118 5.223 30.986 0.142 -0.081 -0.505
O 53.104 19.305 28.182 -0.024 0.111 -0.492
O 43.639 17.194 29.254 0.029 -0.21 0.13
O 49.345 4.122 22.915 0.03 0.086 0.148
O 27.283 15.527 28.546 0.228 -0.317 0.63
O 59.988 6.832 33.224 -0.29 -0.102 -0.481
O 25.708 5.595 28.213 -0.325 -0.237 -0.313
O 46.937 15.381 27.029 -0.639 -0.233 -0.304
O 31.487 7.504 32.388 0.073 0.017 -0.255
O 63.784 18.44 26.489 -0.381 0.434 -0.286
O 50.767 14.953 25.441 0.406 0.263 -0.081
O 51.641 9.592 30.02 -0.431 0.179 -0.24
O 44.736 13.445 30.569 0.24 0.388 -0.265
O 51.329 14.882 30.031 0.05 -0.216 0.468
O 43.232 7.967 24.882 -0.207 0.313 0.602
O 13.661 12.422 24.842 -0.384 0.136 -0.387
O 12.309 19.282 27.7 0.46 0.505 -0.281
O 25.608 19.392 32.321 -0.646 0.061 0.231
O 30.006 9.475 33.183 0.196 -0.1 -0.183
O 51.778 8.718 27.498 -0.409 -0.066 0.15
O 60.413 14.967 23.113 -0.024 0.457 0.239
O 7.974 7.107 24.777 0.397 -0.138 -0.391
O 63.082 15.862 26.121 -0.029 0.159 -0.404
O 57.144 7.241 25.818 0.255 -0.421 -0.61
O 3.249 8.212 27.037 0.005 0.12 0.103
O 67.564 3.639 28.65 0.711 0.085 0.385
O 50.614 8.4 32.202 0.137 -0.1 0.29
O 35.34 6.991 29.825 0.12 -0.481 -0.26

Results
total energy: -406622.869 eV
total energy less fixed offsets of O -438.35, Si -107.03 eV per atom: -10.069 eV
